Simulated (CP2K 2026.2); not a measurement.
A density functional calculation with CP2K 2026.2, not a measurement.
Periodic cell of 2016 atoms, Si1440O576, from a study of silicon, its oxide and their interface. The atomic structure is a simulated model.
Doubt: the forces sum to 6.17 eV/angstrom along one axis rather than to zero, so they err by at least 0.0031 eV/angstrom per atom on average; the grid cutoff is modest.

Settings
functional: PBE
method: Gaussian and plane waves
basis set: DZVP-MOLOPT-SR-GTH
pseudopotentials: GTH-PBE
grid cutoff: 300 Ry, relative cutoff 40 Ry
k points: Gamma only
occupations: fixed
spin: none
net charge: 0

Cell vectors (angstrom)
a	65.28	0	0
b	0	16.32	0
c	0.5159	0.1692	33.4001

Atoms and the computed forces on them: element, x, y, z (angstrom), force x, y, z (eV/angstrom)
Si	1.244	-1.104	-0.003	0.214	-0.27	0.691
Si	3.895	1.679	0.022	0.075	-0.185	0.769
Si	1.574	3.798	-0.125	-0.203	0.165	0.75
Si	3.998	6.948	-0.07	0.113	-0.237	0.712
Si	1.646	-7.257	-0.08	-0.112	0.254	0.732
Si	4.375	-4.274	0.062	-0.266	0.095	0.742
Si	6.935	-1.529	-0.058	-0.135	0.191	0.724
Si	9.243	1.583	0.073	0.195	-0.077	0.712
Si	7.044	3.759	0.119	-0.018	0.212	0.783
Si	9.792	6.512	-0.001	-0.058	0.138	0.748
Si	6.526	9.744	0.034	0.207	-0.106	0.742
Si	9.163	-3.759	-0.005	0.114	-0.091	0.729
Si	12.471	-1.671	-0.015	-0.091	0.183	0.699
Si	15.304	1.15	-0.011	-0.224	0.052	0.763
Si	12.1	4.43	0.055	0.039	-0.175	0.721
Si	14.939	7.171	0.046	0.014	-0.252	0.692
Si	12.701	-6.965	-0.041	-0.238	-0.026	0.664
Si	14.71	-3.871	-0.013	0.242	-0.096	0.751
Si	17.406	-1.142	0.02	0.195	-0.077	0.746
Si	20.195	1.747	0.106	0.016	-0.257	0.691
Si	17.942	3.886	0.069	-0.15	0.174	0.761
Si	20.077	7.2	0.453	0.057	-0.218	0.721
Si	17.764	-6.973	0.251	-0.112	0.322	0.625
Si	20.612	12.007	0.087	-0.218	0.084	0.724
Si	23.068	-1.559	0.111	-0.032	0.23	0.656
Si	25.335	1.717	-0.029	0.216	-0.097	0.74
Si	23.077	3.958	-0.159	-0.159	0.306	0.612
Si	26.017	6.647	0.2	-0.193	0.053	0.765
Si	22.67	9.679	0.105	0.274	-0.012	0.661
Si	25.384	-3.673	-0.06	0.16	-0.271	0.736
Si	28.671	-1.701	0.017	-0.04	0.218	0.661
Si	31.297	1.283	0.187	-0.046	0.048	0.708
Si	28.265	4.478	-0.037	0.179	-0.316	0.678
Si	31.644	6.523	-0.021	-0.271	0.183	0.719
Si	28.392	-6.938	-0.044	0.097	0.197	0.763
Si	31.065	-3.78	0.035	0.083	-0.228	0.699
Si	34.371	-1.659	0.164	-0.362	0.327	0.697
Si	36.989	1.101	0.131	-0.157	0.176	0.736
Si	33.801	4.248	0.175	0.128	-0.117	0.745
Si	36.447	7.177	-0.044	0.197	-0.238	0.707
Si	34.218	-6.998	0.328	0.009	0.068	0.682
Si	36.636	-3.842	0.457	0.088	-0.215	0.74
Si	39.249	-1.048	0.263	0.054	-0.151	0.749
Si	41.934	1.557	0.147	0.171	-0.129	0.665
Si	39.785	3.82	0.065	-0.147	0.151	0.714
Si	-23.238	7.078	0.256	0.234	-0.323	0.63
Si	39.736	-6.985	0.285	-0.308	0.214	0.658
Si	-22.935	12.02	0.19	-0.067	0.205	0.778
Si	-20.11	-1.585	0.102	-0.143	0.164	0.748
Si	-17.196	0.97	0.038	-0.28	0.162	0.673
Si	-20.371	4.033	0.574	-0.28	0.135	0.585
Si	-17.882	6.498	0.013	-0.094	0.393	0.576
Si	-20.668	9.852	0.131	0.187	-0.121	0.748
Si	-17.932	12.502	0.118	0.153	-0.096	0.807
Si	-14.944	-1.2	0.012	0.136	-0.278	0.741
Si	-12.276	1.44	0.011	0.32	-0.182	0.658
Si	-14.601	3.61	0.013	-0.279	0.351	0.649
Si	-12.661	7.067	-0.084	0.308	-0.287	0.688
Si	-14.901	9.351	0.015	-0.249	0.168	0.681
Si	-11.961	12.03	0.232	-0.286	0.09	0.736
Si	-9.22	-1.756	0.455	-0.084	0.131	0.678
Si	-6.957	1.547	0.157	0.019	-0.171	0.72
Si	-9.113	3.829	-0.235	-0.354	0.256	0.635
Si	-6.427	6.574	-0.125	-0.328	0.247	0.669
Si	-9.91	-6.67	0.234	0.244	-0.143	0.744
Si	-7.073	-4.048	0.138	0.231	-0.176	0.627
Si	-4.005	-1.719	-0.148	-0.132	0.175	0.614
Si	-1.178	0.911	0.14	-0.069	0.288	0.758
Si	-4.288	4.199	-0.091	0.299	-0.205	0.724
Si	-1.546	6.942	-0.031	0.14	-0.159	0.715
Si	-3.706	-7.067	-0.064	-0.154	0.183	0.701
Si	-1.559	-3.721	0.055	-0.009	-0.092	0.623
Si	2.784	0.045	1.315	-0.005	0.016	-0.068
Si	5.444	2.708	1.441	-0.002	-0.004	-0.057
Si	2.749	5.379	1.206	0.009	0.003	-0.035
Si	5.45	8.134	1.336	-0.011	-0.013	-0.051
Si	2.686	-5.494	1.176	0.007	-0.03	-0.067
Si	5.471	-2.699	1.373	0.009	0.017	-0.069
Si	8.085	0.005	1.341	-0.011	-0.027	-0.044
Si	10.897	2.774	1.27	0.017	-0.014	-0.041
Si	8.219	5.392	1.343	0.012	-0.008	-0.068
Si	10.957	-8.107	1.158	0.023	-0.02	-0.06
Si	8.121	-5.405	1.305	-0.002	0.007	-0.061
Si	10.839	-2.729	1.301	0.006	-0.012	-0.041
Si	13.626	-0.008	1.225	-0.01	0.027	-0.044
Si	16.369	2.72	1.359	0.013	-0.01	-0.054
Si	13.689	5.572	1.31	-0.002	0.033	-0.053
Si	16.266	-8.083	1.608	-0.012	-0.009	-0.051
Si	13.645	-5.415	1.414	0.009	0.021	-0.05
Si	16.229	-2.667	1.348	0.009	0	-0.061
Si	19.038	0.028	1.261	-0.031	0.024	-0.038
Si	21.678	2.894	1.436	0.039	0.008	-0.047
Si	18.948	5.47	1.499	-0.011	-0.033	-0.055
Si	21.653	8.307	1.67	0.036	0.035	-0.036
Si	18.963	10.975	1.402	0.034	0.001	-0.039
Si	21.696	-2.792	1.493	0.009	-0.025	-0.048
Si	24.301	0.075	1.296	-0.004	-0.048	-0.041
Si	27.073	2.798	1.197	0.022	-0.008	-0.067
Si	24.301	5.477	1.254	0.001	-0.013	-0.04
Si	27.133	-8.118	1.515	0.022	-0.024	-0.057
Si	24.361	-5.411	1.232	0.009	0.004	-0.044
Si	27.063	-2.746	1.337	-0.015	-0.001	-0.018
Si	29.757	-0.017	1.333	0.002	-0.065	-0.044
Si	32.648	2.683	1.487	-0.005	0.029	-0.048
Si	29.928	5.499	1.278	0.022	0.02	-0.002
Si	32.653	-8.252	1.465	-0.004	-0.006	-0.032
Si	29.881	-5.506	1.183	-0.025	0.034	-0.04
Si	32.626	-2.67	1.396	-0.015	-0.002	-0.006
Si	35.414	-0.008	1.474	0.005	0.014	-0.045
Si	38.137	2.743	1.371	0.007	-0.022	-0.056
Si	35.408	5.5	1.332	-0.017	0.016	-0.071
Si	38.046	-8.146	1.408	-0.011	-0.015	-0.053
Si	35.411	-5.454	1.592	-0.002	-0.022	-0.023
Si	38.163	-2.614	1.654	0.021	0.034	-0.051
Si	40.809	0.072	1.552	-0.001	0.026	-0.045
Si	-21.866	2.658	1.595	-0.061	-0.022	-0.009
Si	-24.401	5.397	1.431	-0.005	0.016	-0.04
Si	-21.656	8.218	1.513	0.007	0.011	-0.078
Si	-24.442	10.919	1.582	0.018	0.006	-0.065
Si	-21.735	-2.689	1.41	0.025	-0.007	-0.044
Si	-18.905	-0.035	1.373	0.001	0.048	-0.053
Si	-16.201	2.602	1.393	-0.028	0.026	-0.034
Si	-19.012	5.446	1.748	0.049	0.021	0.009
Si	-16.53	8.132	1.223	-0.008	-0.032	-0.016
Si	-19.081	10.958	1.458	0.002	0.018	-0.061
Si	-16.239	-2.714	1.33	-0.035	0.015	-0.055
Si	-13.435	-0.073	1.405	-0.037	0.023	-0.075
Si	-10.737	2.742	1.2	0.03	0.011	-0.041
Si	-13.642	5.385	1.248	-0.021	0.004	-0.035
Si	-11.05	8.037	1.39	-0.043	-0.017	-0.085
Si	-13.668	10.868	1.364	-0.011	-0.038	-0.017
Si	-10.838	-2.849	1.669	-0.027	-0.013	-0.04
Si	-8.053	-0.047	1.502	0.004	0.012	-0.008
Si	-5.402	2.731	1.384	0.021	0.025	-0.047
Si	-8.109	5.469	1.149	0.026	-0.002	-0.056
Si	-5.343	8.148	1.242	0.005	0.004	-0.075
Si	-8.197	-5.605	1.442	-0.019	0.008	-0.052
Si	-5.428	-2.864	1.336	-0.008	-0.003	-0.057
Si	-2.835	-0.178	1.337	-0.019	-0.022	-0.046
Si	-0.021	2.667	1.229	0.023	0.002	-0.052
Si	-2.717	5.365	1.249	-0.002	0.008	-0.055
Si	0.043	8.06	1.3	-0.025	0.006	-0.048
Si	-2.632	-5.449	1.27	-0.002	0.014	-0.055
Si	0.036	-2.643	1.353	0.01	0.003	-0.037
Si	1.355	1.362	2.667	-0.016	0	0.032
Si	4.084	4.121	2.696	-0.017	0.012	0.031
Si	1.388	6.697	2.642	0.011	-0.006	0.015
Si	4.045	9.513	2.647	0.004	0.019	0.024
Si	1.362	-4.131	2.601	0.014	-0.003	0.004
Si	4.081	-1.353	2.684	0.005	0.019	0.001
Si	6.745	1.296	2.762	0.019	0.005	0.024
Si	9.552	4.056	2.731	-0.007	0.016	0.019
Si	6.839	6.783	2.653	-0.01	-0.022	0.005
Si	9.552	-6.79	2.569	0.014	-0.016	0.009
Si	6.803	-4.075	2.734	-0.013	-0.017	0.037
Si	9.514	-1.33	2.665	0.013	0.006	0.022
Si	12.246	1.363	2.586	-0.006	-0.017	0.011
Si	14.955	4.103	2.655	0.002	-0.001	-0.008
Si	12.268	6.892	2.662	-0.028	-0.009	0.021
Si	14.941	-6.686	2.876	-0.005	0.01	0.017
Si	12.166	-4.101	2.69	0.01	0.008	0.022
Si	14.889	-1.324	2.719	0.019	0	0.024
Si	17.703	1.355	2.725	-0.004	-0.018	0.019
Si	20.356	4.185	2.842	-0.014	0.02	0.028
Si	17.58	6.784	2.864	0.006	0.006	0.036
Si	20.248	9.656	2.904	-0.043	0.018	0.03
Si	17.609	12.335	2.722	-0.014	-0.002	0.005
Si	20.322	-1.332	2.698	-0.011	0.013	-0.002
Si	23.006	1.421	2.717	-0.002	-0.002	0.027
Si	25.718	4.121	2.634	-0.008	0.021	0.028
Si	23.074	6.828	2.756	0.006	-0.027	0.002
Si	25.713	-6.718	2.702	-0.014	0.016	-0.004
Si	23.091	-4.125	2.781	0.002	-0.027	0.029
Si	25.747	-1.278	2.649	-0.01	0.008	-0.004
Si	28.407	1.409	2.619	0.001	0.031	-0.003
Si	31.205	4.083	2.714	0.012	0.012	0.02
Si	28.598	6.834	2.73	-0.014	-0.019	0.032
Si	31.234	-6.802	2.664	-0.021	0.014	-0.007
Si	28.482	-4.155	2.62	0.042	-0.018	0.011
Si	31.228	-1.302	2.711	-0.022	0	0.036
Si	34.038	1.357	2.802	-0.006	-0.014	0.006
Si	36.76	4.121	2.697	-0.019	-0.022	0.001
Si	34.04	6.755	2.808	0.015	-0.004	0.053
Si	36.782	-6.814	2.884	0.005	0	0.02
Si	33.946	-4.063	2.801	0.023	0.019	0.005
Si	36.732	-1.3	2.936	-0.007	0.041	0.04
Si	39.445	1.44	2.865	-0.03	0.012	0.043
Si	-23.124	4.103	2.917	-0.003	0.01	0.019
Si	-25.848	6.762	2.738	0.004	-0.004	0.034
Si	-23.071	9.524	2.891	0.024	0.015	0.057
Si	-25.778	12.281	2.915	-0.007	-0.011	0.022
Si	-23.075	-1.344	2.799	0.007	-0.016	0.004
Si	-20.329	1.296	2.758	0.023	-0.027	0.009
Si	-17.561	3.964	2.818	0.016	-0.033	0.036
Si	-20.361	6.886	2.943	-0.044	0.01	0.032
Si	-17.711	9.523	2.727	0.022	0.003	0.002
Si	-20.414	12.289	2.849	-0.006	0.004	0.038
Si	-17.584	-1.384	2.776	0.006	-0.008	0.027
Si	-14.827	1.291	2.778	-0.012	-0.029	0.042
Si	-12.155	4.084	2.601	0.005	-0.01	0.014
Si	-15.074	6.738	2.608	-0.003	0.019	0.007
Si	-12.333	9.467	2.757	0.006	0.018	0.033
Si	-14.961	12.235	2.746	0.001	0.007	0.009
Si	-12.199	-1.406	2.861	0.009	0.01	0.024
Si	-9.495	1.361	2.711	-0.03	0.022	0.011
Si	-6.795	4.133	2.665	-0.037	0.007	0.031
Si	-9.516	6.728	2.607	0.024	-0.006	0.02
Si	-6.739	-6.915	2.686	0.017	0.01	0.011
Si	-9.453	12.087	2.907	0.018	-0.016	0.047
Si	-6.673	-1.427	2.775	0.018	-0.039	0.028
Si	-4.066	1.306	2.688	-0.001	-0.022	0.011
Si	-1.345	4.033	2.614	0.019	0.002	0.006
Si	-4.04	6.758	2.643	-0.01	-0.001	0.048
Si	-1.271	-6.808	2.637	0.006	0.001	0.019
Si	-4.049	-4.193	2.69	0.012	0.005	0.021
Si	-1.385	-1.395	2.754	0.014	0.026	0.025
Si	-0.012	0.013	4.053	-0.009	0.01	-0.018
Si	2.715	2.728	4.033	-0.004	-0.008	-0.024
Si	0.007	5.382	4.01	0.007	-0.004	0.018
Si	2.713	8.121	4.004	-0.001	0.018	-0.011
Si	0.037	-5.456	4.03	0.002	-0.006	0.016
Si	2.707	-2.752	3.987	-0.021	0	0.002
Si	5.404	-0.039	4.11	0.002	-0.004	0.016
Si	8.146	2.699	4.055	0.004	0.009	-0.014
Si	5.456	5.465	4.04	-0.005	-0.001	0.012
Si	8.193	-8.146	3.976	0.006	0.024	-0.002
Si	5.408	-5.451	4.033	-0.008	0.003	-0.011
Si	8.173	-2.702	4.054	-0.003	-0.011	-0.016
Si	10.878	0.036	4.004	0.003	0.001	-0.001
Si	13.574	2.731	3.989	0.001	-0.006	-0.002
Si	10.905	5.483	4.026	0.015	0.009	-0.034
Si	13.554	-8.108	4.118	-0.019	-0.011	-0.005
Si	10.836	-5.462	4.042	-0.001	-0.004	0.011
Si	13.527	-2.707	4.046	0.001	-0.007	-0.015
Si	16.285	0.021	4.066	0.021	-0.001	-0.026
Si	19.009	2.735	4.113	-0.002	-0.016	-0.017
Si	16.229	5.41	4.144	0.007	-0.001	0.008
Si	18.944	8.189	4.178	0.011	-0.001	-0.021
Si	16.317	10.981	4.157	0.008	-0.009	0.004
Si	18.969	-2.653	4.09	0.012	-0.002	-0.011
Si	21.677	0.028	4.064	0.01	0.009	0.003
Si	24.418	2.75	4.05	0.009	0.012	-0.015
Si	21.726	5.517	4.161	-0.002	-0.011	0.004
Si	24.423	-8.118	4.085	0.002	0.026	0.015
Si	21.7	-5.383	4.191	0.004	0.016	0
Si	24.44	-2.679	4.048	0.013	-0.021	-0.017
Si	27.108	0.046	4.029	-0.005	0.005	0.022
Si	29.817	2.719	4.023	-0.003	-0.01	0.007
Si	27.142	5.457	4.003	-0.018	0.019	-0.021
Si	29.912	-8.129	4.092	0.024	0.003	0.025
Si	27.135	-5.428	4.059	0.016	0.004	0.004
Si	29.855	-2.745	3.991	-0.006	0.007	-0.026
Si	32.607	0.014	4.105	-0.011	-0.019	-0.015
Si	35.403	2.754	4.097	0.015	0.008	0.013
Si	32.613	5.406	4.098	0.001	-0.004	-0.022
Si	35.368	-8.177	4.172	-0.004	-0.018	-0.004
Si	32.579	-5.457	4.084	0.002	-0.031	0.019
Si	35.327	-2.716	4.173	0.012	-0.01	-0.008
Si	38.108	0.066	4.233	0.01	-0.003	0.006
Si	-24.478	2.752	4.25	-0.013	-0.019	0.014
Si	-27.184	5.429	4.134	0.004	0.011	-0.011
Si	-24.479	8.122	4.144	-0.004	-0.01	-0.005
Si	-27.154	10.888	4.218	-0.014	-0.007	-0.014
Si	-24.4	-2.686	4.217	0.004	0.013	0.009
Si	-21.684	-0.024	4.16	-0.017	0.022	0.004
Si	-18.988	2.656	4.142	0.016	0.007	0.033
Si	-21.725	5.461	4.225	0.004	-0.018	-0.026
Si	-18.978	8.223	4.229	0.01	0.022	0.013
Si	-21.722	10.902	4.228	0.007	0.004	-0.008
Si	-18.978	-2.711	4.161	-0.001	-0.006	-0.012
Si	-16.234	-0.03	4.147	0	0.023	-0.014
Si	-13.484	2.725	4.059	-0.008	0.023	-0.007
Si	-16.262	5.394	4.131	0.002	0.024	0.023
Si	-13.691	8.082	4.055	-0.034	-0.002	-0.007
Si	-16.311	10.855	4.098	-0.022	0.006	0
Si	-13.598	-2.765	4.156	-0.016	0.003	0.001
Si	-10.827	0.01	4.13	0.019	0.023	-0.009
Si	-8.13	2.734	4.051	0.026	0.005	-0.016
Si	-10.838	5.4	4.037	-0.015	-0.006	0.009
Si	-8.149	8.074	4.02	-0.018	-0.006	0.004
Si	-10.907	10.762	4.16	-0.003	-0.006	0.01
Si	-8.08	-2.771	4.137	-0.015	0.011	-0.003
Si	-5.376	-0.027	4.118	0.003	-0.024	0.008
Si	-2.69	2.685	4.014	-0.011	0.005	0.001
Si	-5.422	5.452	4.043	0	-0.002	0.007
Si	-2.67	8.141	3.987	-0.003	-0.007	-0.013
Si	-5.418	-5.518	4.063	-0.002	0.017	0.004
Si	-2.713	-2.802	4.075	0.01	-0.02	-0.009
Si	1.391	-1.292	16.347	0.02	0.005	-0.005
Si	4.093	1.382	16.308	0.008	-0.014	-0.006
Si	1.388	4.112	16.346	0.01	0.01	0.013
Si	4.093	6.808	16.33	-0.018	0.006	-0.005
Si	1.414	-6.772	16.322	0.005	-0.009	-0.001
Si	4.083	-4.045	16.274	0.002	-0.01	-0.006
Si	6.836	-1.294	16.273	-0.001	0.008	-0.012
Si	9.52	1.376	16.303	0.006	-0.009	-0.006
Si	6.794	4.101	16.36	0.011	0.007	0.015
Si	9.479	-9.542	16.28	-0.02	-0.006	-0.014
Si	6.814	-6.784	16.292	0.002	0	-0.003
Si	9.529	-4.092	16.291	-0.002	-0.011	-0.013
Si	12.24	-1.365	16.293	-0.01	0.01	0
Si	14.92	1.335	16.358	-0.007	0.001	0.002
Si	12.227	4.032	16.346	-0.014	-0.004	0.011
Si	14.936	-9.551	16.282	-0.006	0.001	-0.013
Si	12.202	-6.792	16.292	0.004	0.006	-0.008
Si	14.915	-4.079	16.289	0.005	0.004	0.007
Si	17.581	-1.374	16.352	-0.002	0.001	-0.003
Si	20.307	1.35	16.328	-0.001	-0.005	-0.005
Si	17.664	4.08	16.338	-0.002	0.009	0
Si	20.338	6.778	16.356	-0.01	-0.002	-0.004
Si	17.64	9.473	16.28	-0.011	0.003	-0.011
Si	20.314	-4.116	16.26	0.001	-0.005	-0.001
Si	23.043	-1.366	16.253	-0.007	-0.001	-0.005
Si	25.78	1.402	16.262	0.002	-0.012	-0.009
Si	23.063	4.083	16.329	0.006	-0.005	0.009
Si	25.746	-9.539	16.233	0.01	-0.014	0.003
Si	23.034	-6.835	16.278	0.002	-0.008	0.004
Si	25.737	-4.085	16.269	-0.013	-0.019	0.012
Si	28.5	-1.311	16.232	0.013	0.008	-0.014
Si	31.18	1.344	16.239	-0.013	-0.019	-0.006
Si	28.513	4.075	16.216	0.003	-0.012	-0.011
Si	31.199	-9.559	16.198	0	-0.009	-0.017
Si	28.457	-6.828	16.174	0.008	-0.019	-0.023
Si	31.208	-4.071	16.163	0.003	0.016	-0.006
Si	33.93	-1.405	16.225	0.011	-0.021	-0.012
Si	36.691	1.356	16.285	0.002	0.015	0.001
Si	33.921	4.063	16.2	-0.016	0.006	-0.014
Si	36.716	-9.558	16.268	0.006	0.03	-0.005
Si	33.949	-6.828	16.196	0.004	0	-0.008
Si	36.659	-4.101	16.258	-0.007	0.009	-0.011
Si	39.414	-1.363	16.334	0.002	-0.012	0.011
Si	-23.089	1.393	16.429	0.006	0.01	-0.006
Si	-25.828	4.058	16.384	-0.004	0.009	0
Si	-23.114	6.774	16.408	0.004	0.017	-0.004
Si	-25.895	9.469	16.31	-0.012	0.004	-0.014
Si	-23.127	-4.107	16.34	0.003	0.005	-0.01
Si	-20.403	-1.34	16.404	-0.012	-0.005	-0.009
Si	-17.601	1.381	16.434	0.018	-0.004	-0.009
Si	-20.371	4.057	16.453	-0.005	0.001	0.003
Si	-17.643	6.753	16.441	0	-0.014	-0.004
Si	-20.398	9.471	16.412	-0.015	-0.002	0
Si	-17.644	-4.076	16.427	0.001	-0.004	0
Si	-14.9	-1.345	16.44	0.002	0.003	-0.004
Si	-12.174	1.366	16.452	-0.01	-0.006	-0.003
Si	-14.888	4.07	16.463	-0.01	0.003	-0.012
Si	-12.161	6.79	16.402	-0.001	0	-0.01
Si	-14.911	9.501	16.379	-0.005	0.004	-0.002
Si	-12.168	-4.057	16.364	0.004	0.012	-0.015
Si	-9.469	-1.326	16.389	0.006	0.004	-0.005
Si	-6.736	1.378	16.372	-0.002	0.012	-0.01
Si	-9.432	4.093	16.414	0.014	-0.004	-0.006
Si	-6.702	6.823	16.383	-0.004	0	-0.002
Si	-9.414	9.534	16.37	-0.001	0.003	-0.003
Si	-6.73	-4.065	16.333	-0.007	-0.001	-0.011
Si	-3.995	-1.314	16.355	0.005	-0.001	-0.005
Si	-1.303	1.379	16.347	0.006	-0.004	-0.008
Si	-4.006	4.107	16.384	0.01	0.004	0.006
Si	-1.3	6.79	16.34	-0.001	0.006	-0.005
Si	-4	9.564	16.341	0.001	0.013	0.003
Si	-1.336	-4.037	16.332	-0.017	0.003	-0.007
Si	2.761	0.068	17.728	-0.019	-0.017	0.012
Si	5.459	2.684	17.697	0.006	-0.019	0.008
Si	2.761	5.45	17.724	-0.007	0.011	0.012
Si	5.459	8.191	17.653	-0.007	0.009	-0.004
Si	2.76	-5.386	17.678	0.009	0.005	0.021
Si	5.433	-2.627	17.562	0.007	0.028	-0.017
Si	8.193	0.035	17.683	-0.007	-0.004	0.01
Si	10.888	2.646	17.725	0.001	-0.021	-0.004
Si	8.154	5.476	17.724	-0.007	0.015	0.029
Si	10.795	-8.144	17.602	-0.003	0.002	-0.012
Si	8.171	-5.435	17.663	0.006	-0.006	0.017
Si	10.928	-2.763	17.629	0.015	0.002	0.021
Si	13.561	-0.042	17.727	0.004	-0.007	0.016
Si	16.309	2.711	17.671	0.002	-0.002	0.004
Si	13.577	5.44	17.656	0.029	-0.007	0.015
Si	16.351	-8.268	17.641	0.023	-0.016	-0.005
Si	13.61	-5.473	17.64	-0.023	-0.003	0.017
Si	16.191	-2.719	17.724	-0.016	-0.001	-0.003
Si	18.95	-0.023	17.702	-0.008	0.01	0.013
Si	21.654	2.736	17.668	-0.005	-0.019	-0.023
Si	19	5.42	17.768	0.008	0.002	0.004
Si	21.695	8.152	17.695	-0.014	0.003	0.022
Si	18.966	10.845	17.632	0.008	-0.025	0.015
Si	21.674	-2.748	17.579	-0.017	0.019	0
Si	24.378	0.05	17.567	0.005	0.013	0.001
Si	27.21	2.72	17.608	0.007	0.006	-0.016
Si	24.467	5.428	17.673	0.012	0.013	0.028
Si	27.075	-8.144	17.549	0.011	0.026	-0.013
Si	24.387	-5.488	17.631	0.01	-0.005	0.005
Si	27.138	-2.685	17.536	0.021	0.013	0.03
Si	29.803	0.053	17.664	-0.024	0.036	0.012
Si	32.522	2.741	17.54	0.014	-0.006	-0.003
Si	29.824	5.448	17.585	0.007	-0.004	0.024
Si	32.61	-8.239	17.502	0.012	0.024	0.004
Si	29.853	-5.471	17.446	-0.009	0.008	-0.001
Si	32.542	-2.754	17.569	0.004	-0.016	0.019
Si	35.285	-0.032	17.548	-0.006	0.004	-0.002
Si	38.045	2.692	17.7	0.004	-0.014	-0.009
Si	35.32	5.374	17.538	-0.006	-0.012	-0.014
Si	38.031	-8.213	17.688	0.007	-0.03	0.022
Si	35.259	-5.459	17.573	-0.004	-0.009	0.009
Si	38.005	-2.747	17.625	0.015	0.017	0.011
Si	40.766	0.023	17.698	0.004	-0.01	-0.025
Si	-21.724	2.728	17.874	-0.009	-0.022	-0.011
Si	-24.469	5.415	17.78	-0.002	0.006	-0.009
Si	-21.769	8.12	17.805	0.007	-0.008	0.02
Si	-24.513	10.816	17.631	0.004	-0.006	-0.032
Si	-21.8	-2.727	17.715	-0.001	0.016	0.016
Si	-19.032	0.056	17.741	-0.01	-0.006	-0.039
Si	-16.238	2.712	17.855	-0.013	0.003	0.018
Si	-18.994	5.38	17.83	0.015	-0.003	-0.01
Si	-16.261	8.134	17.755	-0.002	0.002	0
Si	-19.024	10.841	17.741	0.008	0.01	-0.007
Si	-16.297	-2.681	17.796	0.005	0.013	0.016
Si	-13.516	-0.015	17.835	0.001	-0.003	-0.006
Si	-10.804	2.755	17.797	0.007	-0.008	-0.009
Si	-13.499	5.436	17.807	0.014	-0.003	-0.016
Si	-10.753	8.147	17.713	-0.001	-0.003	-0.012
Si	-13.546	10.9	17.682	0.01	-0.003	-0.003
Si	-10.811	-2.708	17.748	-0.023	-0.006	-0.012
Si	-8.12	0.06	17.746	-0.034	-0.009	0.009
Si	-5.374	2.739	17.729	-0.024	0	-0.021
Si	-8.042	5.457	17.759	-0.011	0.008	0.017
Si	-5.326	8.209	17.717	0.008	-0.003	0.014
Si	-8.071	-5.399	17.735	-0.004	0.005	0.009
Si	-5.352	-2.706	17.659	0.006	0.002	-0.002
Si	-2.644	0.053	17.753	-0.005	-0.005	0.009
Si	0.039	2.743	17.71	-0.01	0.006	-0.008
Si	-2.614	5.438	17.762	-0.003	-0.033	0.027
Si	0.066	-8.153	17.662	0.012	0.001	-0.014
Si	-2.64	-5.413	17.731	-0.005	0.002	0.019
Si	-0.039	-2.604	17.67	-0.011	0.019	-0.013
Si	1.411	1.452	19.104	-0.001	0.016	-0.016
Si	4.122	4.044	19.057	0.001	-0.016	-0.015
Si	1.391	6.834	19.065	-0.039	0.004	-0.004
Si	4.166	-6.736	19.03	0.019	-0.011	-0.015
Si	1.334	-3.971	18.927	0	-0.009	-0.031
Si	4.161	-1.311	19.03	0.025	-0.01	-0.038
Si	6.81	1.334	19.102	-0.03	-0.008	0.004
Si	9.505	4.022	19.018	0.008	-0.005	-0.025
Si	6.807	6.907	19.085	0.01	0.004	-0.038
Si	9.481	-6.841	19.056	-0.007	-0.037	-0.001
Si	6.799	-3.956	18.869	0	0.023	-0.036
Si	9.63	-1.343	18.95	0.013	0.006	-0.023
Si	12.244	1.279	19.152	-0.057	0.021	-0.007
Si	15.006	4.129	19.002	0.017	0.025	-0.026
Si	12.129	-9.513	18.92	-0.015	0.007	-0.032
Si	14.978	-6.918	18.911	-0.015	0.004	-0.039
Si	12.276	-4.122	19.02	-0.001	0.013	-0.015
Si	14.817	-1.41	19.184	0.012	-0.032	0.01
Si	17.591	1.335	19.09	-0.008	0.002	-0.02
Si	20.353	4.048	19.139	0.005	-0.015	0.007
Si	17.66	-9.544	19.167	-0.023	0.025	0.002
Si	20.292	9.513	19.048	0.006	-0.023	-0.028
Si	17.567	-4.144	18.968	-0.021	0.005	-0.019
Si	20.315	-1.457	18.982	0.011	-0.01	-0.033
Si	22.988	1.345	18.969	0	-0.022	0.012
Si	25.919	4.068	18.984	0.01	0.039	-0.02
Si	23.095	6.786	19.027	-0.003	0.005	-0.021
Si	25.758	-6.842	18.998	-0.003	-0.006	-0.021
Si	22.994	-4.119	18.928	-0.024	-0.028	-0.003
Si	25.822	-1.238	18.854	0.03	0.034	-0.026
Si	28.506	1.466	19.127	0.032	-0.011	-0.01
Si	31.156	4.063	18.939	-0.007	-0.002	-0.033
Si	28.417	-9.484	18.884	0.006	-0.013	-0.026
Si	31.225	-6.847	18.745	-0.007	-0.007	-0.041
Si	28.487	-4.144	18.788	-0.007	-0.009	-0.032
Si	31.189	-1.365	18.901	0.015	-0.017	-0.029
Si	33.904	1.371	18.818	0.003	-0.009	-0.034
Si	36.631	4.073	18.98	0.01	-0.014	-0.009
Si	33.956	-9.621	18.862	-0.004	-0.012	-0.022
Si	36.547	-6.861	18.933	0.014	0.02	-0.031
Si	33.832	-4.175	18.938	0.008	-0.012	-0.036
Si	36.579	-1.401	18.941	-0.034	-0.014	-0.041
Si	39.367	1.312	19.091	-0.007	-0.006	-0.003
Si	-23.119	4.094	19.23	-0.001	0.012	-0.007
Si	39.417	-9.544	19.104	-0.019	0.027	-0.022
Si	-23.231	9.489	19.089	-0.016	0	-0.006
Si	39.381	-4.153	18.921	-0.026	0.011	0.015
Si	42.117	-1.325	19.05	0.016	-0.017	-0.023
Si	-20.277	1.393	19.232	0	0.051	0.006
Si	-17.629	4.035	19.251	-0.028	-0.005	-0.037
Si	-20.378	6.738	19.167	0.008	-0.007	-0.042
Si	-17.646	9.478	19.096	-0.019	0.013	-0.015
Si	-20.443	-4.125	19.041	-0.013	-0.009	-0.031
Si	-17.737	-1.295	19.112	0.021	-0.039	-0.016
Si	-14.843	1.36	19.222	0.017	-0.005	-0.011
Si	-12.103	4.13	19.214	0.011	0.015	-0.005
Si	-14.884	6.798	19.129	-0.017	0.009	-0.005
Si	-12.122	9.56	18.975	-0.003	0.017	-0.026
Si	-14.893	-4.085	19.077	-0.006	-0.01	-0.011
Si	-12.142	-1.404	19.184	-0.016	0.025	-0.011
Si	-9.445	1.433	19.181	0.019	-0.016	-0.011
Si	-6.664	4.11	19.128	-0.009	-0.027	-0.004
Si	-9.385	6.824	19.125	-0.014	0.007	-0.042
Si	-6.671	9.587	19.074	0.015	-0.005	-0.007
Si	-9.442	-4.043	19.109	0.01	-0.021	-0.005
Si	-6.741	-1.372	18.985	-0.013	-0.005	-0.039
Si	-4.021	1.405	19.105	0.014	0.017	-0.003
Si	-1.319	3.998	19.163	-0.009	-0.016	-0.011
Si	-3.902	6.905	19.074	0.006	0.027	-0.014
Si	-1.229	-6.793	19.057	-0.002	-0.014	-0.024
Si	-3.983	-4	19.067	-0.007	0.004	-0.026
Si	-1.299	-1.254	19.181	0.012	-0.005	-0.003
Si	0.056	0.177	20.539	-0.037	-0.013	0.076
Si	2.793	2.744	20.523	0.001	0	0.015
Si	0.104	5.372	20.438	0.011	-0.002	0.039
Si	2.786	8.225	20.376	-0.003	0	0.049
Si	0.088	-5.334	20.344	-0.012	0.008	0.032
Si	2.643	-2.588	20.251	-0.009	0.021	0.038
Si	5.536	-0.086	20.526	0.049	0.003	0.034
Si	8.192	2.684	20.451	-0.002	0.005	0.04
Si	5.534	5.39	20.343	0.038	0.021	0.052
Si	8.061	8.312	20.567	-0.026	0.002	0.04
Si	5.493	-5.213	20.294	-0.006	-0.027	0.066
Si	8.214	-2.674	20.204	0.003	-0.034	0.051
Si	10.964	-0.212	20.536	0.034	-0.024	0.038
Si	13.637	2.787	20.313	0.007	0	0.034
Si	10.803	5.464	20.308	-0.004	0.027	0.034
Si	13.554	-8.216	20.216	0.008	0.001	0.045
Si	10.929	-5.515	20.327	0.034	-0.005	0.027
Si	13.528	-2.87	20.599	0.006	0	0.063
Si	16.171	0.008	20.486	0.024	0.02	0.046
Si	18.971	2.669	20.496	-0.012	0.005	0.051
Si	16.307	5.412	20.546	-0.007	-0.025	0.045
Si	19.017	-8.172	20.544	0.028	0.031	0.07
Si	16.322	-5.622	20.297	0.027	-0.007	0.045
Si	18.895	-2.796	20.325	-0.013	0.018	0.057
Si	21.647	-0.087	20.337	0.007	0.032	0.041
Si	24.482	2.684	20.197	0.008	-0.007	0.022
Si	21.784	5.412	20.44	0.003	0.008	0.066
Si	24.417	8.163	20.433	0.014	0.02	0.045
Si	21.593	10.955	20.376	-0.019	0.034	0.036
Si	24.465	-2.703	20.024	0.009	-0.01	0.022
Si	27.095	0.079	20.41	-0.014	0.007	0.068
Si	29.829	2.912	20.533	-0.041	0.007	0.094
Si	27.186	5.532	20.394	-0.027	-0.015	0.054
Si	29.845	-8.116	20.096	-0.005	0.007	0.05
Si	27.162	-5.446	20.241	0	0.003	0.044
Si	29.858	-2.834	20.132	0.012	-0.012	0.069
Si	32.48	0.114	20.172	-0.011	0.024	0.074
Si	35.262	2.651	20.238	-0.001	-0.008	0.028
Si	32.602	5.365	20.212	0.031	-0.002	0.054
Si	35.172	-8.247	20.286	0.014	0.016	0.039
Si	32.512	-5.642	20.249	0.041	-0.02	0.078
Si	35.115	-2.749	20.245	-0.012	0.014	0.057
Si	37.924	-0.082	20.37	0.022	0.05	0.037
Si	40.703	2.699	20.475	-0.032	0.007	0.061
Si	37.905	5.471	20.372	-0.018	0.034	0.043
Si	40.756	-8.198	20.551	-0.012	-0.023	0.046
Si	37.958	-5.518	20.21	-0.004	-0.015	0.031
Si	40.633	-2.707	20.28	0.004	0.008	0.011
Si	43.625	-0.056	20.433	-0.045	-0.049	0.038
Si	-18.942	2.687	20.78	0.024	0.008	0.054
Si	-21.699	5.415	20.652	0.008	-0.001	0.029
Si	-18.988	8.134	20.481	-0.009	-0.013	0.054
Si	-21.879	10.895	20.391	-0.003	0.021	0.044
Si	-19.105	-2.756	20.393	0.009	0.014	0.039
Si	-16.352	0.033	20.498	-0.016	0.047	0.022
Si	-13.417	2.744	20.591	-0.014	-0.021	0.054
Si	-16.226	5.454	20.53	-0.008	-0.01	0.038
Si	-13.469	8.228	20.33	0.017	0.006	0.06
Si	-16.297	10.865	20.408	0.005	0.009	0.053
Si	-13.498	-2.812	20.522	0.042	-0.024	0.061
Si	-10.735	-0.053	20.527	0.005	-0.002	0.064
Si	-8.084	2.85	20.554	-0.018	0.026	0.022
Si	-10.728	5.512	20.593	-0.002	0	0.059
Si	-7.994	8.232	20.433	-0.012	-0.008	0.052
Si	-10.779	-5.458	20.413	0.002	-0.014	0.049
Si	-8.022	-2.717	20.427	0	-0.008	0.071
Si	-5.415	-0.006	20.33	0.013	-0.004	0.034
Si	-2.753	2.7	20.622	0.025	0.042	0.048
Si	-5.224	5.518	20.384	0.008	-0.002	0.04
Si	-2.489	-8.149	20.516	0.008	-0.026	0.035
Si	-5.291	-5.405	20.432	0.007	0.011	0.048
Si	-2.692	-2.618	20.513	-0.026	-0.013	0.066
Si	1.705	-0.983	21.709	-0.157	-0.119	-0.77
Si	4.002	1.167	21.78	0.217	0.151	-0.685
Si	1.696	4.363	21.871	-0.276	-0.345	-0.697
Si	3.964	6.567	21.553	0.111	0.175	-0.693
Si	1.698	-6.414	21.644	-0.054	-0.177	-0.681
Si	3.804	-4.103	21.523	0.124	0.046	-0.683
Si	7.216	-1.264	21.775	-0.367	-0.1	-0.697
Si	9.349	1.017	21.655	0.111	0.164	-0.773
Si	7.044	4.269	21.786	-0.166	-0.218	-0.709
Si	9.2	6.553	21.648	0.06	0.218	-0.785
Si	7.101	-6.074	21.767	0.036	-0.217	-0.596
Si	9.525	-4.085	21.48	0.072	-0.012	-0.443
Si	11.819	-1.983	22.044	0.144	0.158	-0.651
Si	15.115	1.701	21.766	-0.078	-0.17	-0.711
Si	12.451	4.365	21.551	-0.103	-0.016	-0.743
Si	14.595	-9.717	21.654	0.236	-0.013	-0.711
Si	12.525	-6.669	21.611	-0.21	-0.025	-0.754
Si	14.806	-4.568	21.669	-0.007	0.305	-0.66
Si	17.734	-1.27	21.664	-0.255	-0.127	-0.671
Si	20.005	0.933	21.694	0.224	0.195	-0.698
Si	17.453	3.81	21.905	0.151	0.197	-0.679
Si	20.745	-9.256	21.741	-0.22	-0.145	-0.747
Si	17.811	-6.603	21.865	-0.07	-0.231	-0.694
Si	19.973	-4.291	21.771	0.181	0.048	-0.719
Si	23.297	-1.331	21.44	-0.252	-0.056	-0.645
Si	25.333	1.09	21.712	0.464	0.212	-0.612
Si	23.437	4.203	21.603	-0.111	-0.02	-0.641
Si	25.544	6.542	21.758	0.086	0.216	-0.71
Si	22.809	9.425	21.614	0.242	0.111	-0.732
Si	25.988	-3.777	21.378	-0.007	-0.222	-0.714
Si	28.267	-1.693	21.358	-0.011	0.152	-0.791
Si	31.47	1.674	21.651	-0.144	-0.067	-0.751
Si	28.885	4.755	21.857	-0.046	-0.2	-0.68
Si	31.211	-9.498	21.351	0.027	-0.013	-0.465
Si	28.769	-6.59	21.499	-0.134	-0.029	-0.676
Si	30.963	-4.431	21.462	0.039	0.073	-0.683
Si	33.997	-1.052	21.447	-0.035	-0.225	-0.765
Si	36.298	1.064	21.619	0.271	0.181	-0.708
Si	33.746	3.801	21.552	0.003	0.153	-0.738
Si	36.759	-9.223	21.695	-0.059	-0.206	-0.674
Si	33.459	-7.354	21.636	0.039	0.161	-0.698
Si	36.622	-4.058	21.43	-0.187	-0.152	-0.678
Si	38.851	-1.857	21.601	0.32	0.317	-0.663
Si	42.054	1.149	21.624	0.204	0.294	-0.608
Si	39.269	4.149	21.697	-0.132	-0.296	-0.7
Si	42.506	-9.212	21.889	-0.32	-0.193	-0.709
Si	39.042	-7	21.677	0.152	0.081	-0.663
Si	42.186	-3.791	21.611	-0.05	-0.216	-0.679
Si	44.595	-1.753	21.808	0.137	0.24	-0.617
Si	-17.239	1.59	22.118	-0.4	-0.347	-0.659
Si	-20.048	4.369	22.065	-0.238	-0.24	-0.654
Si	-17.786	6.609	21.867	0.122	0.239	-0.723
Si	-20.622	9.369	21.632	0.164	0.08	-0.76
Si	-17.519	-3.889	21.668	-0.185	-0.297	-0.732
Si	-15.279	-1.704	21.57	0.274	0.099	-0.815
Si	-11.992	1.359	21.901	-0.029	0.022	-0.718
Si	-15.036	3.905	21.849	0.186	0.162	-0.678
Si	-11.877	7.224	21.711	-0.019	-0.176	-0.718
Si	-14.657	9.741	21.634	-0.15	-0.052	-0.731
Si	-12.355	-4.471	21.825	0.121	0.325	-0.704
Si	-8.985	-1.072	21.783	-0.259	-0.127	-0.737
Si	-6.848	1.228	21.674	0.048	0.198	-0.659
Si	-9.043	4.542	21.967	-0.325	-0.37	-0.662
Si	-6.719	6.714	21.679	0.103	0.267	-0.681
Si	-9.576	9.354	21.743	0.174	0.13	-0.739
Si	-6.491	-3.891	21.769	-0.175	-0.241	-0.765
Si	-4.414	-1.542	21.771	0.328	0.071	-0.786
Si	-1.367	1.386	22.034	-0.026	-0.077	-0.741
Si	-3.74	4.485	21.887	-0.04	-0.197	-0.69
Si	-1.317	6.547	21.848	0.018	0.185	-0.611
Si	-3.644	-6.503	21.706	-0.171	-0.145	-0.752
Si	-1.478	-4.234	21.706	0.063	0.162	-0.665
Si	-1.995	-2.038	-4.132	-0.054	0.044	0.01
Si	3.284	3.155	-6.878	-0.05	-0.029	-0.054
Si	-0.064	3.325	24.169	0.099	0.08	0.034
Si	4.158	-3.176	24.389	-0.042	-0.038	-0.171
Si	-3.611	7.545	-4.27	-0.001	0.01	-0.03
Si	10.781	-8.127	23.78	-0.02	0.052	-0.125
Si	1.459	-1.708	24.69	0.046	0.124	-0.105
Si	6.823	-2.159	24.785	0.062	0.036	-0.095
Si	8.473	6.824	-2.833	-0.011	-0.114	0.134
Si	11.571	-0.235	-4.821	-0.075	-0.055	-0.005
Si	13.258	-8.126	-4.349	-0.131	-0.06	-0.021
Si	18.897	1.613	-6.994	0.048	0.037	0.061
Si	3.538	-4.09	-2.765	-0.038	0.032	0.093
Si	15.392	6.202	-4.443	-0.078	0.028	-0.001
Si	21.113	-7.821	-6.885	0.1	-0.033	-0.02
Si	23.028	4.342	25.774	-0.008	-0.108	-0.152
Si	3.696	5.936	-6.509	-0.1	0.019	0.116
Si	17.358	-3.593	-6.83	-0.048	-0.073	-0.017
Si	16.28	-3.019	23.874	0.011	-0.024	-0.009
Si	24.25	-1.551	-6.215	0.046	-0.018	0.088
Si	18.445	4.333	24.892	0.007	0.057	-0.146
Si	23.215	-6.189	-5.651	0.013	-0.087	-0.042
Si	16.445	-5.827	-5.156	0.131	0.2	0.108
Si	21.286	0.491	24.344	-0.018	0.004	-0.085
Si	21.019	2.755	-5.35	-0.04	0.06	0.13
Si	30.968	0.595	24.562	0	0.023	-0.133
Si	29.845	-4.283	25.441	0.07	0.012	0.019
Si	28.349	-6.859	26.021	-0.062	-0.018	-0.086
Si	25.209	5.133	-6.553	0.145	-0.014	-0.008
Si	28.024	-1.149	-2.931	-0.016	-0.094	-0.038
Si	27.207	-0.371	26.066	-0.05	-0.052	0.101
Si	-27.147	2.172	23.678	-0.048	-0.035	0.006
Si	-31.565	-4.571	-6.035	0.046	0.04	0.02
Si	-32.321	-7.409	-6.038	0.005	0.085	0.128
Si	28.962	-1.585	24.202	-0.046	0.017	-0.046
Si	-29.775	0.476	-5.372	-0.1	-0.146	-0.091
Si	29.911	6.952	26.001	0.017	-0.058	0.05
Si	-19.767	5.249	-1.922	0.068	0.041	0.18
Si	31.954	4.364	-5.22	-0.047	0.099	-0.111
Si	-29.277	4.96	-6.906	0.022	0.177	0.056
Si	-29.643	-1.863	26	-0.034	0.028	0.135
Si	-22.575	2.308	-6.528	0.059	0.07	0
Si	-20.795	6.999	-4.148	0.012	0.084	0.095
Si	-20.276	-0.956	24.781	0.045	-0.138	-0.209
Si	-27.778	7.063	-3.046	-0.002	-0.015	0.175
Si	-24.688	6.042	23.688	0.036	-0.019	0.065
Si	-23.478	-6.274	25.871	0.051	0.001	-0.027
Si	-17.604	0.5	25.165	0.158	0.157	-0.065
Si	-19.684	7.029	26.14	0.021	-0.004	0.013
Si	-14.567	4.697	24.836	0.089	0.021	-0.026
Si	-17.892	1.299	-5.278	0.005	0.007	-0.149
Si	-16.474	-7.798	23.899	0.016	-0.03	-0.096
Si	-18.783	-5.606	23.807	0.059	0.043	-0.141
Si	-10.518	1.61	24.425	0.047	-0.042	-0.055
Si	-20.453	-6.312	25.972	0.002	0.04	0.133
Si	-11.349	-5.52	-4.624	0.071	-0.104	-0.005
Si	-8.522	3.593	24.786	0.086	0.104	-0.083
Si	-12.658	7.061	24.643	-0.02	0.016	-0.035
Si	-14.779	-4.256	-7.165	-0.045	0.005	-0.012
Si	-9.738	-1.333	24.731	0.066	0.078	-0.052
Si	-13.267	2.612	-7.038	0.047	-0.003	0.023
Si	-5.586	2.996	23.974	-0.092	0.03	-0.111
Si	-1.77	5.309	26.071	0.053	-0.063	-0.062
Si	-5.376	-7.885	23.914	-0.012	0.038	-0.133
Si	-9.617	-6.642	-2.626	0.022	-0.008	0.059
Si	-7.706	-5.746	23.974	0.024	-0.005	-0.193
Si	0.801	7.973	23.829	0.033	-0.051	-0.203
Si	-4.104	3.493	-5.567	0.017	0.016	0.082
Si	-0.85	6.344	-4.878	-0.051	-0.045	-0.044
Si	10.57	4.239	26.005	-0.019	-0.027	0.092
Si	-6.118	6.65	-3.077	-0.137	0.125	0.103
Si	-8.87	-1.588	-6.051	0.04	-0.013	0.09
Si	11.024	2.552	23.769	0.105	-0.02	-0.072
Si	5.659	2.577	24.099	-0.054	0.018	-0.071
Si	7.454	0.695	25.865	-0.089	0.071	0.035
Si	3.887	7.578	24.258	-0.099	0.002	-0.106
Si	-0.879	-4.657	-2.684	0.015	0.042	0.002
Si	1.454	1.234	26.008	0.038	-0.077	-0.125
Si	7.28	-6.871	-2.949	-0.029	0.043	0.134
Si	16.211	5.985	25.975	-0.023	-0.069	-0.097
Si	9.938	-6.532	25.895	-0.068	0	-0.053
Si	2.74	-7.591	-5.372	0.112	0.013	0.059
Si	5.175	-5.707	-4.715	-0.088	-0.116	-0.049
Si	6.727	1.489	-4.745	-0.071	-0.042	0.008
Si	11.132	6.109	-4.263	0	0.074	0.158
Si	11.233	0.376	-1.852	-0.011	-0.144	0.087
Si	11.945	-4.839	-7.157	-0.069	0.025	-0.049
Si	20.129	6.962	-2.364	0.028	-0.052	-0.02
Si	13.788	1.785	24.527	-0.103	-0.004	-0.106
Si	14.104	-6.96	-6.853	-0.083	-0.104	-0.097
Si	5.067	3.984	-4.819	-0.018	-0.042	0
Si	21.307	-0.017	-2.028	-0.064	-0.031	0.04
Si	23.556	-3.843	25.849	-0.068	0.01	-0.024
Si	18.738	-3.135	-2.065	-0.007	0.045	0.139
Si	16.538	-5.374	-2.089	-0.057	0.033	0.148
Si	20.95	-7.121	-4.211	-0.078	-0.053	0.071
Si	15.969	-8.089	24.021	0.077	0.115	-0.132
Si	30.718	-3.728	-5.322	-0.001	-0.038	0.013
Si	24.637	-5.471	23.535	-0.027	-0.021	-0.001
Si	-32.237	-5.132	-1.897	-0.023	0.097	0.099
Si	21.651	-2.548	23.775	0.047	0.031	-0.05
Si	27.986	4.876	24.857	0.001	-0.139	-0.157
Si	24.448	-7.96	-1.931	-0.042	-0.069	0.094
Si	-25.684	4.817	-2.857	-0.033	0.034	0.153
Si	26.838	-7.742	23.628	0.014	-0.083	-0.123
Si	-32.428	6.544	25.758	0.052	-0.14	0.123
Si	31.134	-6.257	-3.926	-0.014	-0.022	0.028
Si	-27.19	1.365	-6.726	0.101	-0.068	-0.049
Si	30.267	1.991	-4.939	0.037	-0.048	0.106
Si	-30.685	3.08	-4.753	-0.052	-0.013	-0.005
Si	-30.264	-5.656	23.717	-0.009	-0.026	-0.137
Si	-27.073	-3.457	25.548	-0.013	-0.096	-0.027
Si	-32.076	-1.235	24.378	-0.063	-0.023	-0.046
Si	-29.683	7.723	-5.456	0.101	-0.06	-0.017
Si	-26.529	-1.512	-6.08	-0.069	0.056	0.054
Si	-25.636	-7.112	-2.691	0.006	-0.075	0.117
Si	-30.187	5.507	23.85	0.049	0.065	-0.136
Si	-30.24	2.32	-1.991	0.026	-0.117	0.212
Si	-25.133	-4.888	23.789	0	-0.059	-0.164
Si	-19.452	-6.861	-2.74	-0.086	0.04	0.078
Si	-28.072	-6.296	25.941	-0.036	-0.035	-0.065
Si	-15.914	-0.845	-4.544	0.008	0.022	0.072
Si	-20.189	4.367	25.117	0.006	-0.046	-0.126
Si	-16.726	-5.662	-2.177	0.011	0.022	0.148
Si	-25.661	8.14	25.295	-0.088	0.008	0.047
Si	-22.866	0.851	24.55	0.021	0.05	-0.154
Si	-15.258	-1.334	25.804	0.01	-0.02	-0.093
Si	-9.286	4.977	-5.914	-0.031	-0.187	0.041
Si	-15.905	5.222	-1.993	-0.05	-0.012	-0.009
Si	-13.626	1.182	-4.491	-0.087	0.055	-0.024
Si	-13.529	-0.666	23.724	0.049	0.039	-0.065
Si	-6.084	-0.295	-2.115	0.085	-0.172	0.043
Si	-16.707	4.148	-4.726	0.055	-0.039	0.04
Si	-6.934	4.121	-4.495	-0.041	-0.052	0.006
Si	-9.48	3.654	-3.257	0.167	0.056	0.047
Si	-14.441	-7.214	25.901	0.041	0.043	-0.057
Si	-13.387	6.563	-2.882	0.036	-0.086	0.017
Si	-3.588	-6.028	-2.876	-0.066	0.013	0.112
Si	-17.476	5.188	26.057	0.009	-0.055	-0.03
Si	-1.99	0.657	-2.81	0.062	-0.188	0.017
Si	-9.159	-6.439	-6.732	-0.028	-0.079	0.058
Si	-1.11	-3.163	24.561	0.048	-0.037	-0.081
Si	-2.264	-5.837	-6.984	0.02	-0.038	-0.124
Si	-2.813	-0.566	24.104	0.022	0.07	-0.067
Si	-0.341	5.031	-2.27	0.004	0.008	0.131
Si	-2.931	3.351	-2.853	-0.016	0.047	0.087
Si	0.137	-7.602	-6.655	0.04	-0.008	-0.075
Si	1.496	-6.332	-2.872	-0.08	-0.075	-0.014
Si	-9.125	-1.131	-2.308	0.04	0.076	0.059
Si	5.257	0.026	-2.284	0.012	-0.056	0.083
Si	9.333	1.447	-6.038	-0.067	0.065	0.02
Si	13.367	-2.18	24.738	-0.056	0.006	-0.042
Si	5.714	5.376	-2.216	0.034	0.104	0.046
Si	5.335	-6.07	24.456	0.029	0.035	-0.159
Si	2.507	-1.42	-2.948	-0.03	0.121	0.153
Si	10.114	6.868	-7.002	-0.183	0.066	-0.096
Si	13.691	4.311	25.935	0.08	-0.014	0.023
Si	11.3	-3.388	-4.399	0.069	-0.02	0.086
Si	9.472	-4.878	-2.891	-0.048	-0.038	0.087
Si	12.121	-5.717	-2.893	0.027	0.004	0.024
Si	13.922	-0.344	-6.576	0.101	-0.134	-0.096
Si	17.058	-0.64	-5.916	-0.104	0.006	0.099
Si	17.132	5.993	-2.016	0	0.061	0.296
Si	13.4	2.514	-1.887	0.02	0.074	0.043
Si	13.177	3.917	-4.499	-0.037	0.032	-0.006
Si	21.974	4.689	-3.153	0.098	-0.021	0.204
Si	6.854	-5.11	-7.182	-0.133	0.04	-0.135
Si	19.235	-5.769	-6.066	0.051	0.048	-0.011
Si	19.21	-1.027	-3.904	0.045	0.075	0.027
Si	26.903	1.406	-2.555	-0.01	0.091	-0.016
Si	23.725	2.186	23.836	0.074	-0.022	-0.197
Si	24.606	6.146	-4.018	-0.02	0.034	0.08
Si	20.882	6.142	24.691	-0.037	0.025	-0.013
Si	21.833	-0.044	-4.911	-0.094	-0.041	0.138
Si	26.644	4.154	-4.146	-0.098	0.143	0.029
Si	29.515	2.643	-1.932	-0.044	0.083	-0.005
Si	26.706	-2.563	-5.16	-0.045	0.022	0.036
Si	29.947	7.789	-2.163	0.101	-0.057	0.03
Si	26.401	-5.554	-2.112	0.033	-0.033	0.123
Si	32.384	-4	24.186	0.049	-0.067	-0.163
Si	29.008	2.184	26.2	-0.029	-0.093	-0.098
Si	-28.78	-1.578	-3.789	0.154	0.073	0.127
Si	29.376	5.719	-4.383	0.003	0.003	0.034
Si	-29.979	-4.136	-3.589	0.036	-0.005	0.103
Si	26.358	-5.586	-5.183	-0.226	0.102	0.038
Si	-32.216	-0.107	-1.924	0.016	0.047	0.037
Si	30.873	-0.807	-4.031	-0.01	0.013	0.067
Si	-26.215	5.325	-7.021	-0.002	0.122	-0.133
Si	-25.123	-0.148	23.279	-0.09	-0.137	0.088
Si	-23.441	6.907	-2.707	0.055	-0.07	0.077
Si	-21.047	-5.166	-4.646	-0.067	-0.014	-0.001
Si	-27.525	-3.625	-2.29	-0.014	0.153	-0.032
Si	-21.332	0.439	-1.928	0.051	-0.019	0.151
Si	-19.018	2.509	-1.418	0.084	-0.011	-0.075
Si	-25.103	3.262	-5.221	-0.054	-0.087	-0.013
Si	-24.067	-5.353	-4.675	0.124	-0.036	-0.006
Si	-21.112	-2.324	-5.955	0.007	-0.041	0.022
Si	-24.665	-2.791	-1.972	-0.07	0.021	0.172
Si	-10.888	-2.493	-4.034	0.015	0.033	0.05
Si	-24.006	-2.356	-4.813	0.025	-0.05	0.088
Si	-13.189	-7.716	-5.166	0.002	0.018	-0.022
Si	-15.303	-3.729	-4.036	-0.017	0.115	-0.049
Si	-20.737	0.395	-4.889	0.091	0.061	0.13
Si	-13.169	-2.651	-2.189	-0.016	0.141	0.074
Si	-10.876	7.414	-6.974	-0.134	0.021	-0.064
Si	-7.501	-7.395	-4.409	0.001	0.112	0.028
Si	-3.253	7.896	26.038	0.052	0.043	0.023
Si	-11.894	-3.173	24.482	-0.13	-0.081	-0.066
Si	-4.593	1.172	-7.162	0.01	-0.053	-0.085
Si	-6.606	-3.184	-5.139	-0.138	-0.039	-0.184
Si	0.187	-0.12	-4.616	-0.034	-0.119	0.063
Si	-13.686	4.065	-4.683	0.025	0.001	0.058
Si	-6.39	-0.28	-5.05	-0.084	0.054	0.071
Si	-7.221	-4.963	-2.741	0.001	-0.178	0.048
Si	-11.103	1.03	-2.893	-0.022	-0.025	0.166
Si	-3.972	-4.117	-5.017	-0.043	0.051	-0.038
Si	1.355	-1.383	5.373	0.002	-0.011	0.006
Si	4.054	1.363	5.415	-0.015	-0.001	0.01
Si	1.36	4.064	5.409	-0.003	0.005	0.007
Si	4.088	6.81	5.394	-0.001	0.006	0.007
Si	1.375	9.489	5.385	0.012	-0.001	0.011
Si	4.064	-4.082	5.39	-0.005	-0.008	0.013
Si	6.797	-1.378	5.432	0.006	-0.006	0.015
Si	9.516	1.36	5.402	-0.003	-0.017	0.007
Si	6.79	4.079	5.397	0.006	-0.002	0.003
Si	9.517	6.818	5.381	0.001	0.006	0
Si	6.804	-6.806	5.36	0.007	-0.005	0.001
Si	9.501	-4.082	5.406	0.003	0.006	0.014
Si	12.193	-1.336	5.4	-0.02	0	0.011
Si	14.919	1.391	5.396	-0.016	0.009	-0.003
Si	12.233	4.094	5.382	0.003	-0.011	-0.005
Si	14.889	6.813	5.462	-0.003	0.004	0.003
Si	12.181	-6.779	5.453	-0.001	0.011	0.02
Si	14.893	12.3	5.455	0.007	0.009	0.001
Si	17.613	-1.324	5.458	0.001	0.004	0.007
Si	20.349	1.371	5.461	-0.002	-0.006	0.01
Si	17.623	4.07	5.466	0.01	0.003	0.016
Si	20.345	6.851	5.5	-0.007	-0.001	0.013
Si	17.609	9.564	5.51	0.009	0.004	0.013
Si	20.331	-4	5.476	-0.014	0.002	0.003
Si	23.056	-1.336	5.405	-0.006	0.005	0.003
Si	25.767	1.389	5.414	-0.002	-0.009	0.011
Si	23.078	4.097	5.444	0.018	0.005	0.011
Si	25.812	6.828	5.398	0.007	-0.022	0.003
Si	23.057	-6.792	5.475	-0.01	-0.02	0.006
Si	25.803	-4.035	5.411	-0.019	-0.001	0.003
Si	28.5	-1.351	5.35	-0.001	-0.008	-0.002
Si	31.214	1.384	5.405	0.012	0.019	0.001
Si	28.48	4.091	5.39	0.001	-0.006	0
Si	31.271	6.812	5.434	0.006	0.007	0
Si	28.503	-6.791	5.418	-0.009	0.002	-0.005
Si	31.208	-4.078	5.408	-0.001	0.017	-0.009
Si	33.952	-1.347	5.486	0.007	0.011	-0.003
Si	36.722	1.416	5.53	-0.001	0.022	0.011
Si	33.99	4.066	5.454	-0.002	0.006	0.004
Si	-28.545	6.781	5.504	-0.004	0.004	0.01
Si	33.967	-6.797	5.459	0.012	0.007	0.01
Si	-28.565	12.248	5.515	-0.011	0.005	0.016
Si	-25.794	-1.329	5.539	-0.013	-0.005	0.008
Si	-23.061	1.354	5.515	-0.005	-0.016	-0.001
Si	-25.848	4.104	5.56	-0.005	0.005	0.012
Si	-23.113	6.803	5.549	-0.017	0.026	0.013
Si	-25.796	9.502	5.534	0.012	0.004	0.01
Si	-23.069	12.259	5.579	0.001	-0.008	0.007
Si	-20.336	-1.369	5.54	0.01	-0.005	-0.008
Si	-17.615	1.321	5.508	0.004	-0.005	-0.005
Si	-20.332	4.059	5.506	0.01	-0.02	0.003
Si	-17.619	6.777	5.503	0.003	-0.002	-0.009
Si	-20.35	9.555	5.58	-0.008	0.003	0.016
Si	-17.642	12.215	5.504	0.008	-0.005	0.005
Si	-14.921	-1.394	5.53	-0.001	-0.004	0.016
Si	-12.185	1.365	5.483	-0.004	0.002	0.013
Si	-14.859	4.061	5.462	0.007	-0.033	0.004
Si	-12.232	6.764	5.398	0.006	-0.015	-0.012
Si	-14.962	9.48	5.467	0.003	0.005	0.009
Si	-12.223	12.188	5.494	-0.008	-0.001	0.008
Si	-9.463	-1.381	5.461	0.008	-0.006	0.002
Si	-6.775	1.353	5.421	-0.02	0.009	0.006
Si	-9.491	4.064	5.441	0.007	-0.004	0.004
Si	-6.786	6.769	5.43	0.001	0	0.01
Si	-9.491	9.423	5.452	0.016	0.002	-0.003
Si	-6.737	12.178	5.468	0.005	0	0.006
Si	-4.029	-1.404	5.454	0.019	0.011	0.001
Si	-1.348	1.364	5.427	0.019	0.001	0.009
Si	-4.061	4.058	5.376	0.004	-0.006	0.003
Si	-1.336	6.774	5.367	0.008	0.008	0.006
Si	-4.034	-6.856	5.403	0.006	0.002	0.006
Si	-1.333	-4.129	5.421	-0.006	-0.007	0.017
Si	2.702	-0.015	6.759	-0.007	0.008	-0.006
Si	5.428	2.723	6.763	0.002	0.006	0.001
Si	2.725	5.442	6.752	-0.002	0.001	-0.002
Si	5.451	-8.152	6.749	-0.004	0.004	0.001
Si	2.72	-5.453	6.753	-0.008	-0.001	-0.003
Si	5.423	-2.735	6.771	0.007	0.002	-0.002
Si	8.153	0.003	6.769	0.006	-0.004	0.001
Si	10.864	2.739	6.75	-0.002	0.003	-0.004
Si	8.153	5.451	6.745	-0.001	0.002	-0.006
Si	10.836	-8.156	6.792	0.007	0.001	0.003
Si	8.131	-5.439	6.755	0.005	0.001	-0.006
Si	10.85	-2.71	6.767	0.001	-0.006	0.003
Si	13.559	0.023	6.758	0.007	-0.003	-0.01
Si	16.259	2.719	6.807	0.011	-0.004	-0.002
Si	13.549	5.437	6.802	-0.001	0.01	-0.007
Si	16.246	8.175	6.821	0	-0.002	0.001
Si	13.551	10.904	6.796	-0.006	-0.011	-0.001
Si	16.258	-2.682	6.815	-0.003	0.003	-0.004
Si	18.981	0.022	6.813	0.001	0	0
Si	21.713	2.736	6.798	0.004	-0.008	-0.002
Si	18.98	5.45	6.809	0.009	0.007	0
Si	21.707	-8.13	6.848	0.001	0.002	0.009
Si	18.993	-5.397	6.827	0.009	-0.009	-0.003
Si	21.707	-2.663	6.811	-0.005	0.011	-0.001
Si	24.411	0.022	6.768	0.008	0.004	-0.001
Si	27.14	2.735	6.768	-0.006	0.002	0.001
Si	24.447	5.466	6.77	-0.005	0.002	-0.005
Si	27.156	-8.151	6.779	0.011	0.008	0.006
Si	24.438	-5.405	6.775	0.004	0.003	-0.008
Si	27.156	-2.684	6.764	0.008	-0.005	0.003
Si	29.863	-0.006	6.741	-0.002	-0.007	-0.01
Si	32.602	2.712	6.784	0.002	-0.002	-0.003
Si	29.869	5.446	6.75	0.006	0.006	-0.005
Si	32.617	-8.163	6.814	0.001	-0.004	0
Si	29.858	-5.427	6.777	-0.003	-0.011	0
Si	32.581	-2.732	6.791	0.004	-0.007	-0.001
Si	35.338	0.016	6.828	0.001	0	-0.005
Si	-27.195	2.738	6.906	-0.006	0.002	0.005
Si	-29.932	5.424	6.832	0.007	-0.012	-0.004
Si	-27.183	8.145	6.865	0.002	-0.01	0
Si	-29.941	10.872	6.832	-0.01	-0.003	-0.001
Si	-27.181	-2.711	6.857	-0.002	-0.003	-0.001
Si	-24.422	0.008	6.895	0.002	0.002	-0.003
Si	-21.701	2.71	6.875	-0.002	0.007	-0.003
Si	-24.462	5.444	6.906	-0.004	-0.007	0.003
Si	-21.727	8.163	6.891	0.002	0.001	0.001
Si	-24.442	10.873	6.894	0.003	-0.004	0.002
Si	-21.693	-2.715	6.919	0.005	-0.009	-0.004
Si	-18.975	-0.013	6.894	-0.003	0.009	-0.002
Si	-16.246	2.71	6.833	-0.007	0.009	0.004
Si	-18.981	5.424	6.868	-0.011	0.007	0.014
Si	-16.28	8.138	6.878	-0.009	0.003	0.001
Si	-18.981	10.893	6.923	-0.004	0.004	0.003
Si	-16.282	-2.752	6.882	-0.007	-0.001	-0.003
Si	-13.547	-0.008	6.849	-0.006	0.017	-0.001
Si	-10.827	2.715	6.842	-0.005	-0.006	0.002
Si	-13.532	5.421	6.84	0.002	0.007	-0.006
Si	-10.868	8.095	6.813	-0.002	0.01	-0.006
Si	-13.586	10.832	6.847	-0.006	-0.004	-0.003
Si	-10.844	-2.743	6.819	-0.003	0.007	-0.002
Si	-8.115	-0.006	6.815	-0.013	0.006	0.002
Si	-5.409	2.711	6.776	0.003	-0.007	0.001
Si	-8.133	5.418	6.81	-0.002	-0.003	0.002
Si	-5.416	8.138	6.781	-0.013	0.002	-0.005
Si	-8.135	10.827	6.802	-0.008	0.007	-0.004
Si	-5.398	-2.752	6.819	0.002	-0.007	-0.001
Si	-2.686	-0.015	6.797	-0.001	-0.01	0.002
Si	0.008	2.72	6.788	-0.008	0	0.005
Si	-2.703	5.425	6.745	-0.003	0.002	-0.008
Si	0.009	8.139	6.749	0.002	0.007	0.001
Si	-2.696	-5.481	6.783	0.008	0.001	-0.004
Si	0.013	-2.735	6.765	-0.006	-0.001	-0.003
Si	1.362	1.35	8.137	-0.006	-0.009	0.002
Si	4.076	4.085	8.124	0	-0.002	-0.001
Si	1.37	6.797	8.123	0	0.006	-0.002
Si	4.088	-6.799	8.118	0.013	0.017	-0.001
Si	1.371	-4.09	8.128	0.002	-0.006	-0.006
Si	4.073	-1.359	8.125	0.004	-0.007	-0.008
Si	6.79	1.366	8.122	0.008	-0.001	-0.003
Si	9.502	4.09	8.116	0.005	0.002	0
Si	6.795	6.804	8.117	-0.003	0.001	-0.008
Si	9.48	-6.791	8.137	-0.005	-0.007	-0.003
Si	6.78	-4.087	8.132	-0.01	-0.004	0.003
Si	9.495	-1.358	8.135	-0.008	-0.003	-0.002
Si	12.207	1.378	8.125	0.002	0.005	-0.008
Si	14.913	4.088	8.161	-0.003	0.003	0
Si	12.191	6.8	8.151	-0.012	-0.009	0.002
Si	14.893	9.534	8.167	-0.012	-0.006	-0.002
Si	12.196	-4.06	8.148	0.014	0.013	-0.003
Si	14.9	-1.324	8.152	0.012	0	0.007
Si	17.619	1.37	8.168	0	-0.009	0.004
Si	20.343	4.086	8.153	-0.008	-0.001	-0.002
Si	17.619	6.811	8.162	0	0.003	-0.003
Si	20.342	-6.767	8.181	0.005	0.009	0.001
Si	17.615	-4.054	8.168	-0.005	-0.004	-0.007
Si	20.341	-1.33	8.173	0.003	0.004	0.005
Si	23.06	1.369	8.148	0.001	-0.004	-0.001
Si	25.786	4.093	8.131	0.003	0.004	-0.003
Si	23.076	6.801	8.149	-0.003	0.001	0.001
Si	25.788	-6.783	8.125	-0.001	-0.005	-0.007
Si	23.064	-4.056	8.139	0	-0.005	-0.01
Si	25.777	-1.34	8.121	-0.007	0.002	-0.005
Si	28.504	1.358	8.105	0.001	0.002	-0.006
Si	31.236	4.089	8.117	0.007	0.002	-0.006
Si	28.517	6.803	8.125	-0.009	0.003	-0.003
Si	31.23	-6.791	8.133	0	0.001	-0.005
Si	28.5	-4.061	8.125	0.013	0.005	-0.002
Si	31.221	-1.357	8.124	-0.006	-0.003	-0.005
Si	33.962	1.365	8.166	-0.007	-0.001	0.001
Si	-28.574	4.09	8.224	0	-0.007	0
Si	33.983	6.796	8.168	0.013	0.01	-0.002
Si	-28.564	9.515	8.189	-0.014	-0.001	-0.004
Si	33.962	-4.077	8.156	0.001	0	-0.002
Si	-28.562	-1.345	8.183	0.001	0.006	-0.006
Si	-25.808	1.365	8.231	-0.001	0.014	-0.007
Si	-23.076	4.069	8.23	-0.009	0	0.001
Si	-25.824	6.804	8.246	0.008	0.01	-0.001
Si	-23.077	9.522	8.257	-0.003	0.007	-0.004
Si	-25.822	-4.08	8.222	-0.003	-0.002	-0.005
Si	-23.07	-1.356	8.259	0.003	0.004	-0.007
Si	-20.341	1.353	8.244	0.007	-0.002	-0.002
Si	-17.608	4.064	8.219	0.004	0.007	-0.003
Si	-20.353	6.785	8.229	-0.002	-0.004	-0.004
Si	-17.629	9.501	8.255	-0.01	-0.002	0
Si	-20.344	-4.076	8.282	0.01	0.006	0.005
Si	-17.629	-1.382	8.254	-0.01	-0.018	0.002
Si	-14.907	1.349	8.218	0.003	-0.007	-0.006
Si	-12.183	4.069	8.214	0.007	0.001	0.001
Si	-14.898	6.779	8.217	0.011	0.011	-0.005
Si	-12.203	9.48	8.195	0.005	0.007	-0.005
Si	-14.919	-4.116	8.233	-0.01	-0.004	-0.004
Si	-12.188	-1.377	8.203	0	-0.001	-0.003
Si	-9.47	1.346	8.194	0.001	-0.001	0.002
Si	-6.763	4.062	8.163	-0.009	-0.001	-0.003
Si	-9.493	6.767	8.189	-0.01	-0.017	-0.004
Si	-6.762	9.494	8.169	0.013	0	-0.006
Si	-9.483	-4.11	8.173	0.006	0	-0.002
Si	-6.76	-1.376	8.172	0.003	0.002	-0.004
Si	-4.056	1.351	8.148	0.002	-0.001	-0.007
Si	-1.351	4.085	8.138	0.011	0.001	0
Si	-4.053	6.778	8.136	-0.008	-0.004	-0.001
Si	-1.333	-6.828	8.14	-0.012	-0.01	-0.003
Si	-4.037	-4.108	8.165	0.012	0.002	-0.005
Si	-1.329	-1.374	8.15	0.015	0.011	0.005
Si	0.014	-0.002	9.511	0.002	-0.008	0.004
Si	2.723	2.722	9.49	0.001	-0.003	-0.003
Si	0.014	5.444	9.497	-0.002	0.012	-0.002
Si	2.725	-8.156	9.483	0	-0.004	-0.008
Si	0.016	-5.446	9.496	-0.008	0	0
Si	2.723	-2.721	9.492	-0.003	0.001	-0.001
Si	5.432	0.007	9.485	0.001	0.001	-0.003
Si	8.146	2.729	9.483	-0.006	0	0
Si	5.436	5.448	9.481	0.005	0.003	-0.003
Si	8.136	-8.157	9.497	-0.001	0.01	0.001
Si	5.428	-5.441	9.498	-0.001	-0.005	0.002
Si	8.134	-2.716	9.492	0.003	-0.007	0
Si	10.853	0.012	9.486	0.001	-0.012	-0.005
Si	13.555	2.725	9.508	0.004	-0.005	0.001
Si	10.843	5.436	9.506	0	0.01	0.004
Si	13.548	8.157	9.516	0	0.006	0.002
Si	10.842	-5.435	9.498	-0.004	-0.001	-0.003
Si	13.555	-2.703	9.503	0	-0.001	-0.003
Si	16.264	0.01	9.52	-0.004	0.005	0
Si	18.984	2.729	9.515	-0.004	0.001	-0.001
Si	16.27	5.445	9.522	0.008	0.004	0.002
Si	18.978	-8.148	9.514	0.005	0.002	-0.001
Si	16.264	-5.431	9.515	0.007	-0.003	0
Si	18.982	-2.702	9.519	0.008	0.004	-0.003
Si	21.699	0.024	9.522	-0.005	0.008	0.001
Si	24.422	2.733	9.489	-0.002	0.004	-0.002
Si	21.706	5.444	9.499	0.01	-0.006	-0.001
Si	24.427	-8.143	9.485	0.007	0.005	-0.004
Si	21.708	-5.41	9.514	-0.002	-0.005	0
Si	24.418	-2.696	9.492	0.002	-0.005	-0.003
Si	27.136	0.016	9.475	-0.003	-0.006	0
Si	29.869	2.718	9.459	0.008	-0.008	-0.004
Si	27.145	5.451	9.48	0.008	-0.008	0.003
Si	29.871	-8.155	9.486	0.009	-0.002	0
Si	27.141	-5.425	9.482	-0.002	0.008	-0.004
Si	29.862	-2.712	9.484	0.001	-0.003	0.003
Si	32.594	-0.01	9.489	0.004	-0.006	0.001
Si	-29.943	2.708	9.537	0.005	0.015	-0.005
Si	32.604	5.429	9.495	0	0.01	0
Si	-29.929	8.146	9.528	0.003	-0.011	0.004
Si	32.596	-5.442	9.497	0.004	-0.002	-0.004
Si	-29.937	-2.722	9.508	-0.007	0.003	-0.005
Si	-27.191	-0.005	9.558	0.001	-0.014	-0.008
Si	-24.439	2.714	9.59	-0.005	-0.011	0
Si	-27.192	5.433	9.577	-0.009	0.004	0.001
Si	-24.447	8.155	9.595	0.001	0.004	0
Si	-27.194	-5.451	9.553	0.003	-0.001	-0.004
Si	-24.45	-2.728	9.589	0.007	-0.005	-0.004
Si	-21.705	0	9.614	-0.003	0	0.001
Si	-18.974	2.714	9.595	-0.007	0	0.002
Si	-21.71	5.425	9.591	0.001	0.009	0.003
Si	-18.999	8.142	9.606	0.002	0.012	0.003
Si	-21.715	-5.445	9.621	0.004	-0.007	0.001
Si	-18.986	-2.721	9.638	-0.009	0	-0.001
Si	-16.264	-0.008	9.595	-0.007	0.002	-0.006
Si	-13.55	2.713	9.578	-0.004	0.004	-0.002
Si	-16.261	5.428	9.591	0.003	-0.004	0.004
Si	-13.55	8.139	9.592	0.003	-0.007	-0.001
Si	-16.27	-5.46	9.617	0.006	0.001	-0.003
Si	-13.552	-2.735	9.575	-0.005	0.003	-0.005
Si	-10.831	-0.01	9.563	-0.001	0.009	-0.002
Si	-8.114	2.713	9.551	0.004	-0.005	0
Si	-10.832	5.424	9.583	0.006	-0.006	0.005
Si	-8.127	8.144	9.538	-0.008	0.006	-0.005
Si	-10.844	-5.46	9.551	-0.004	0.004	-0.001
Si	-8.127	-2.734	9.534	-0.007	-0.003	-0.001
Si	-5.407	-0.002	9.529	0.001	-0.001	0.002
Si	-2.701	2.721	9.509	-0.008	0.003	-0.003
Si	-5.406	5.431	9.52	-0.002	-0.005	-0.003
Si	-2.695	8.142	9.506	0.004	0.011	-0.004
Si	-5.405	-5.456	9.53	-0.008	0.011	-0.004
Si	-2.69	-2.729	9.519	-0.003	-0.008	-0.002
Si	1.378	-1.356	10.865	0.005	0.002	0.004
Si	4.085	1.371	10.854	0.001	0.001	-0.001
Si	1.372	4.085	10.858	-0.003	0.001	-0.001
Si	4.079	-9.516	10.846	-0.001	0.005	-0.004
Si	1.379	-6.794	10.861	0.007	0.005	-0.001
Si	4.08	-4.073	10.861	0.012	-0.008	0.001
Si	6.785	-1.347	10.857	0	0	0.003
Si	9.499	1.368	10.851	0.002	0.004	-0.003
Si	6.792	4.092	10.846	-0.004	0.005	-0.002
Si	9.492	-9.517	10.861	-0.004	-0.009	0
Si	6.784	-6.799	10.86	0.001	-0.005	0.004
Si	9.49	-4.074	10.855	-0.001	0.003	0.001
Si	12.203	-1.344	10.857	0.004	0.001	0
Si	14.91	1.368	10.871	0.008	0.001	0.001
Si	12.202	4.081	10.872	-0.004	0	-0.001
Si	14.911	6.799	10.879	-0.005	0.002	0.001
Si	12.194	9.519	10.866	0.002	-0.005	0.003
Si	14.909	-4.068	10.862	-0.007	0.008	-0.002
Si	17.623	-1.35	10.876	-0.005	-0.006	0.001
Si	20.336	1.374	10.882	0.003	-0.007	0.007
Si	17.628	4.081	10.877	0.007	-0.003	0.004
Si	20.338	-9.522	10.853	0.002	0.006	0
Si	17.618	-6.796	10.874	-0.005	-0.001	0.002
Si	20.337	-4.068	10.873	0	-0.004	-0.003
Si	23.051	-1.351	10.865	-0.004	0.003	0.002
Si	25.77	1.363	10.841	0.006	0.007	-0.002
Si	23.057	4.08	10.852	-0.003	-0.008	0
Si	25.777	-9.511	10.836	-0.01	0.005	-0.002
Si	23.058	-6.796	10.845	0.005	-0.003	-0.002
Si	25.772	-4.07	10.837	-0.001	-0.007	-0.001
Si	28.491	-1.351	10.827	0.003	-0.005	-0.007
Si	31.228	1.361	10.823	0.004	0.001	-0.001
Si	28.499	4.072	10.815	0.003	0.007	-0.002
Si	31.235	-9.525	10.833	0.004	0.004	0.004
Si	28.498	-6.793	10.834	-0.005	0.007	-0.004
Si	31.223	-4.078	10.836	0.003	0.01	-0.004
Si	33.97	-1.362	10.845	0.003	-0.008	-0.002
Si	-28.566	1.356	10.897	-0.004	0.001	0.003
Si	-31.311	4.075	10.865	0.002	-0.016	0.001
Si	-28.564	6.797	10.902	0.003	0.015	0.004
Si	-31.313	9.515	10.845	-0.004	0.006	-0.005
Si	-28.57	-4.079	10.875	-0.004	0.001	-0.004
Si	-25.825	-1.361	10.924	-0.011	0.002	-0.002
Si	-23.077	1.36	10.96	0.002	0	-0.002
Si	-25.817	4.071	10.927	0.003	0.008	-0.002
Si	-23.079	6.785	10.944	-0.004	0.005	0.001
Si	-25.824	9.517	10.925	0	-0.002	-0.002
Si	-23.089	-4.082	10.964	-0.003	-0.001	0.003
Si	-20.353	-1.359	10.988	0.011	-0.009	0.002
Si	-17.624	1.35	10.967	0.002	-0.004	-0.004
Si	-20.344	4.07	10.957	0.002	-0.001	-0.002
Si	-17.628	6.785	10.963	-0.008	0.004	-0.005
Si	-20.358	9.503	10.974	-0.012	0.003	0.002
Si	-17.627	-4.095	10.984	-0.001	-0.006	-0.001
Si	-14.906	-1.371	10.953	-0.003	-0.002	-0.003
Si	-12.186	1.354	10.935	-0.005	-0.008	-0.003
Si	-14.905	4.068	10.957	0.004	-0.004	-0.001
Si	-12.187	6.783	10.955	0.011	0.001	0.001
Si	-14.906	9.499	10.971	0.002	0.009	-0.001
Si	-12.191	-4.094	10.935	0.002	-0.001	-0.001
Si	-9.471	-1.37	10.921	0.006	-0.004	0.002
Si	-6.755	1.357	10.912	-0.006	0	0
Si	-9.465	4.068	10.936	-0.003	0.005	0.005
Si	-6.758	6.789	10.896	0.001	-0.003	-0.001
Si	-9.474	9.509	10.915	0.006	0.004	0.002
Si	-6.76	-4.086	10.893	0.007	0.006	0
Si	-4.043	-1.357	10.886	0.003	-0.005	0.004
Si	-1.34	1.364	10.871	0.005	-0.005	0.005
Si	-4.046	4.081	10.889	-0.003	0	0.003
Si	-1.332	6.801	10.877	-0.011	-0.001	0.002
Si	-4.037	9.509	10.884	0.001	-0.009	-0.001
Si	-1.332	-4.087	10.874	0.008	0.004	-0.001
Si	2.733	0.016	12.223	0.001	-0.003	0.006
Si	5.438	2.74	12.214	0.011	0.001	0.002
Si	2.731	5.448	12.219	0.005	0.004	-0.006
Si	5.428	-8.16	12.216	-0.006	-0.001	0.003
Si	2.727	-5.427	12.231	-0.001	0	0.003
Si	5.435	-2.708	12.221	-0.01	-0.002	0.004
Si	8.144	0.016	12.221	0.003	-0.006	0.008
Si	10.851	2.716	12.228	0.003	-0.004	0.003
Si	8.142	5.443	12.223	0.002	0.009	0
Si	10.854	-8.174	12.228	-0.007	0.006	0.007
Si	8.143	-5.437	12.218	0.001	-0.001	0.002
Si	10.85	-2.71	12.207	-0.003	-0.003	-0.006
Si	13.56	0.003	12.226	-0.002	0	-0.003
Si	16.271	2.715	12.231	-0.014	-0.01	0
Si	13.564	5.429	12.242	0.001	0.001	0.008
Si	16.272	8.157	12.236	0.006	0.002	0.005
Si	13.559	10.881	12.215	0.01	0.003	-0.002
Si	16.271	-2.721	12.224	0.009	-0.001	0.002
Si	18.973	0.011	12.237	0.001	0.004	0.006
Si	21.703	2.732	12.229	0.01	0.017	0
Si	18.995	5.435	12.227	0.003	0.006	0.004
Si	21.696	-8.162	12.197	0	0.001	0.001
Si	18.983	-5.442	12.227	0.009	0.001	0.004
Si	21.682	-2.705	12.23	-0.004	-0.007	0.001
Si	24.408	0.012	12.215	0.001	-0.002	-0.004
Si	27.128	2.731	12.179	0	-0.009	0.002
Si	24.409	5.452	12.193	0.003	-0.001	-0.003
Si	27.131	-8.152	12.187	0.008	-0.001	0.005
Si	24.408	-5.433	12.191	-0.002	0.001	0.001
Si	27.127	-2.705	12.185	0.004	0.003	-0.003
Si	29.853	0.012	12.17	0.004	-0.002	-0.001
Si	32.6	2.698	12.188	-0.005	0.003	0
Si	29.861	5.426	12.165	-0.004	-0.008	0
Si	32.6	-8.168	12.187	0.015	0.006	0.005
Si	29.852	-5.43	12.189	0.011	-0.005	0.005
Si	32.597	-2.724	12.18	0.008	-0.005	0.001
Si	35.333	-0.016	12.219	-0.003	-0.012	0
Si	-27.19	2.704	12.263	0.003	-0.003	0
Si	-29.936	5.423	12.227	0.004	0.009	0.004
Si	-27.185	8.138	12.259	-0.006	0.003	0.002
Si	-29.94	10.864	12.197	-0.004	-0.002	0.005
Si	-27.204	-2.732	12.25	0.005	0	0.001
Si	-24.459	-0.005	12.291	0.004	-0.008	-0.006
Si	-21.709	2.715	12.324	-0.001	0.003	0.002
Si	-24.442	5.418	12.288	-0.003	0.005	-0.005
Si	-21.726	8.136	12.324	0.001	-0.004	0.006
Si	-24.463	10.866	12.299	-0.005	0.001	0.003
Si	-21.727	-2.724	12.334	-0.004	0.011	-0.002
Si	-18.987	0.001	12.344	-0.009	0	-0.002
Si	-16.266	2.713	12.332	-0.005	-0.001	-0.002
Si	-18.988	5.426	12.33	0.001	0.006	0
Si	-16.273	8.144	12.337	0.003	-0.003	0.001
Si	-18.997	10.863	12.338	0.004	0.007	0.005
Si	-16.268	-2.721	12.334	0	-0.005	-0.003
Si	-13.548	0.004	12.306	0.001	0.003	-0.009
Si	-10.83	2.715	12.304	0.001	-0.009	-0.004
Si	-13.544	5.423	12.326	-0.007	0.001	0.001
Si	-10.82	8.154	12.302	-0.007	0.002	0.001
Si	-13.545	10.874	12.32	-0.003	0.002	0.001
Si	-10.834	-2.72	12.294	0	0.001	0.002
Si	-8.114	0.003	12.284	0.004	-0.002	0.003
Si	-5.397	2.729	12.268	0	0.001	0
Si	-8.103	5.441	12.287	0	-0.005	0
Si	-5.391	8.152	12.25	-0.01	0.005	-0.006
Si	-8.111	10.881	12.27	-0.003	0.005	0.002
Si	-5.406	-2.711	12.25	-0.011	-0.003	-0.003
Si	-2.689	0.012	12.25	-0.004	0.003	0.008
Si	0.018	2.731	12.227	0	0.003	-0.001
Si	-2.683	5.443	12.25	0.005	-0.001	0.003
Si	0.025	8.173	12.234	0.002	0	-0.001
Si	-2.682	-5.442	12.249	-0.011	0.006	0.005
Si	0.019	-2.711	12.227	-0.005	-0.006	0
Si	1.384	1.386	13.588	-0.004	-0.003	0.003
Si	4.086	4.094	13.59	-0.009	0.008	0
Si	1.389	6.815	13.589	0	0.005	-0.001
Si	4.092	-6.79	13.584	0.002	-0.013	0.005
Si	1.372	-4.058	13.593	0.015	0.006	0
Si	4.087	-1.34	13.586	0.009	-0.001	0.008
Si	6.803	1.4	13.581	-0.025	0.01	0.003
Si	9.504	4.086	13.585	-0.007	0.003	0
Si	6.776	-9.524	13.58	0.006	0.003	0
Si	9.498	-6.806	13.572	0.002	-0.004	0.001
Si	6.799	-4.063	13.579	0.008	-0.009	0.004
Si	9.506	-1.353	13.575	0.01	-0.003	0
Si	12.209	1.355	13.591	-0.003	-0.002	0.004
Si	14.919	4.055	13.602	0.018	-0.002	0.003
Si	12.21	-9.534	13.603	0.012	-0.01	0.007
Si	14.911	9.522	13.584	-0.021	0.017	0.003
Si	12.208	-4.07	13.562	-0.01	0.008	-0.008
Si	14.925	-1.354	13.578	-0.005	-0.001	0.001
Si	17.618	1.363	13.606	-0.004	0.004	0.005
Si	20.352	4.083	13.599	0.009	-0.018	0.008
Si	17.634	6.783	13.584	0.002	0.004	0.011
Si	20.341	-6.822	13.567	0.007	-0.018	0.004
Si	17.62	-4.088	13.583	-0.007	-0.001	0.003
Si	20.314	-1.357	13.598	0.001	0.012	0.011
Si	23.05	1.367	13.587	-0.003	-0.007	0.007
Si	25.763	4.087	13.538	-0.007	0.007	-0.001
Si	23.034	-9.531	13.559	0.005	0.004	-0.006
Si	25.755	-6.802	13.542	-0.008	0.005	0.007
Si	23.041	-4.089	13.556	0.003	-0.013	0.001
Si	25.766	-1.359	13.556	0.006	-0.005	-0.002
Si	28.482	1.365	13.523	0.003	0	0.006
Si	31.223	4.06	13.51	0.013	-0.012	-0.008
Si	28.487	-9.542	13.513	0.013	-0.01	-0.004
Si	31.214	-6.812	13.519	-0.001	0.007	0.003
Si	28.48	-4.063	13.539	-0.017	0.016	0
Si	31.223	-1.351	13.506	0.003	-0.002	-0.005
Si	33.952	1.336	13.559	0.01	0.004	0.006
Si	-28.569	4.065	13.594	0.004	0.004	0.007
Si	33.968	-9.524	13.544	-0.015	0.011	0.005
Si	-28.575	9.508	13.562	0.005	0.002	0.001
Si	33.961	-4.094	13.521	0.005	0.001	0.001
Si	36.703	-1.363	13.583	-0.011	-0.007	0.005
Si	-25.818	1.362	13.642	0.002	-0.003	0.005
Si	-23.081	4.076	13.673	-0.013	0.007	-0.006
Si	-25.821	6.77	13.623	0.007	0.005	-0.004
Si	-23.106	9.496	13.666	-0.01	0.001	0
Si	-25.849	-4.09	13.625	0	0.002	0.003
Si	-23.108	-1.356	13.671	-0.005	0.007	0.008
Si	-20.353	1.361	13.702	0.003	-0.004	0.004
Si	-17.627	4.071	13.703	-0.004	0	0.005
Si	-20.364	6.773	13.693	0.002	0.005	0.001
Si	-17.644	9.499	13.706	-0.009	0.004	0.007
Si	-20.36	-4.089	13.693	-0.006	-0.008	0.004
Si	-17.627	-1.361	13.708	0.01	-0.001	0.006
Si	-14.897	1.359	13.692	-0.005	-0.005	-0.001
Si	-12.18	4.065	13.692	0.003	-0.006	0.004
Si	-14.907	6.778	13.694	0.001	-0.004	0.003
Si	-12.174	9.514	13.674	0.009	0	0.001
Si	-14.907	-4.083	13.69	0.005	0.006	0.002
Si	-12.189	-1.349	13.666	-0.014	0.01	0.002
Si	-9.465	1.365	13.664	-0.002	-0.003	0.003
Si	-6.738	4.091	13.651	-0.002	-0.006	0.005
Si	-9.452	6.8	13.665	0.002	0.004	0.005
Si	-6.736	9.519	13.615	0.007	-0.003	-0.001
Si	-9.459	-4.072	13.647	0.001	0.003	0.008
Si	-6.743	-1.348	13.639	0.005	-0.005	-0.001
Si	-4.031	1.38	13.628	-0.002	-0.001	0.007
Si	-1.322	4.086	13.61	-0.002	0	0.006
Si	-4.028	6.808	13.623	-0.004	0.004	-0.002
Si	-1.317	9.53	13.62	0.003	0.003	0.005
Si	-4.04	-4.064	13.602	-0.013	0.016	-0.003
Si	-1.319	-1.344	13.602	0.015	-0.01	0.008
Si	0.038	0.033	14.957	0.002	-0.006	0.001
Si	2.731	2.747	14.964	-0.008	0.005	0
Si	0.045	5.453	14.957	0	-0.005	-0.007
Si	2.747	8.173	14.956	0.002	-0.006	-0.005
Si	0.035	-5.409	14.979	0.004	0.01	0.01
Si	2.712	-2.679	14.952	-0.009	0	0.007
Si	5.448	0.038	14.928	0.016	-0.004	-0.001
Si	8.154	2.754	14.969	0.005	-0.001	0.01
Si	5.44	5.441	14.967	-0.012	0.001	0.006
Si	8.137	-8.166	14.925	0.008	-0.003	0
Si	5.448	-5.422	14.937	0.002	-0.001	-0.001
Si	8.165	-2.711	14.943	-0.002	0.01	0.006
Si	10.859	-0.006	14.949	-0.01	-0.002	-0.006
Si	13.57	2.688	14.97	0.002	-0.005	0.004
Si	10.868	5.407	14.969	0.002	-0.001	0.003
Si	13.57	-8.164	14.95	0.008	-0.001	0.002
Si	10.864	-5.44	14.913	0.002	-0.001	0.008
Si	13.573	-2.721	14.919	0.001	-0.003	0.007
Si	16.263	-0.006	14.967	0.003	-0.002	0.002
Si	18.989	2.722	14.952	0.004	0.006	-0.001
Si	16.293	5.407	14.946	0	-0.006	0.003
Si	19.007	8.125	14.94	0.001	0.004	0.005
Si	16.277	10.865	14.948	0.007	-0.002	0.002
Si	18.945	-2.721	14.959	-0.003	-0.006	0.001
Si	21.672	0.012	14.942	0.004	0.007	-0.003
Si	24.41	2.751	14.923	0.015	0.006	-0.006
Si	21.702	5.443	14.97	0.003	0.012	0.006
Si	24.389	-8.171	14.895	-0.004	-0.001	0.002
Si	21.692	-5.46	14.916	-0.001	-0.001	0
Si	24.396	-2.728	14.9	-0.004	0.014	-0.003
Si	27.118	0.024	14.892	-0.007	0.002	0.005
Si	29.857	2.711	14.863	0.01	0.017	0.006
Si	27.128	5.434	14.887	0.009	0.007	-0.001
Si	29.843	-8.187	14.853	0.002	0.006	-0.001
Si	27.101	-5.423	14.881	0.021	0.004	0.008
Si	29.851	-2.678	14.86	0.007	0.003	-0.007
Si	32.563	-0.022	14.899	-0.011	-0.004	-0.002
Si	35.323	2.693	14.907	-0.012	-0.011	0.002
Si	32.577	5.426	14.848	0.002	-0.008	0.007
Si	35.353	-8.187	14.9	0.003	-0.001	0.007
Si	32.587	-5.455	14.854	-0.003	0.002	0.01
Si	35.315	-2.745	14.886	0.011	-0.002	0
Si	38.07	-0.007	14.953	0.006	-0.001	-0.003
Si	-24.45	2.719	15.024	0.017	-0.004	0.008
Si	-27.18	5.396	14.965	0.004	-0.008	0.006
Si	-24.476	8.117	15.008	-0.005	-0.008	0.005
Si	-27.232	10.852	14.944	0.006	0.001	0.001
Si	-24.49	-2.732	14.994	-0.009	0.002	-0.01
Si	-21.754	0.015	15.043	-0.006	0.006	0
Si	-18.992	2.72	15.075	-0.003	0.002	0.004
Si	-21.727	5.417	15.066	-0.003	-0.005	0.002
Si	-19.006	8.119	15.068	-0.007	-0.006	0.008
Si	-21.733	10.849	15.025	-0.006	-0.003	0.001
Si	-19.01	-2.713	15.065	0	0.008	0.009
Si	-16.257	0.008	15.065	0.007	0.006	-0.006
Si	-13.542	2.711	15.076	-0.001	-0.01	0.001
Si	-16.257	5.418	15.078	0.001	0.003	0.003
Si	-13.534	8.144	15.035	0.001	0	-0.002
Si	-16.283	10.88	15.05	0.009	0.005	0.001
Si	-13.55	-2.697	15.039	0.003	-0.005	0
Si	-10.836	0.019	15.036	-0.005	-0.002	0.001
Si	-8.099	2.735	15.018	-0.009	-0.007	-0.005
Si	-10.805	5.432	15.036	-0.005	0	-0.001
Si	-8.069	8.168	15.006	0.003	0.003	0
Si	-10.803	10.885	15.02	-0.014	-0.003	0.003
Si	-8.109	-2.693	15.01	0	0.008	0.001
Si	-5.381	0.022	14.999	-0.005	-0.002	0
Si	-2.672	2.74	14.997	0.003	-0.001	0.002
Si	-5.367	5.454	15.008	-0.003	-0.005	0
Si	-2.666	8.165	14.99	-0.013	-0.009	0
Si	-5.381	-5.429	14.969	-0.001	0.002	0
Si	-2.687	-2.694	14.96	-0.005	-0.004	0
O	1.159	-1.587	23.107	-0.113	-0.513	-0.029
O	0.04	5.596	-3.745	0.401	0.044	0.017
O	2.874	0.058	22.2	0.058	-0.118	0.105
O	8.984	1.198	26.051	0.496	0.191	-0.355
O	-0.871	2.647	22.943	-0.214	0.34	-0.255
O	-5.765	0.476	-6.31	-0.321	0.169	-0.128
O	1.191	4.034	23.406	0.063	-0.057	0.2
O	4.655	7.197	22.89	0.518	0.041	0.164
O	6.086	-6.242	23.032	-0.475	-0.032	-0.173
O	8.36	-5.065	22.199	-0.029	0.06	0.123
O	4.265	-3.15	22.771	0.029	0.446	-0.158
O	1.693	-7.178	-6.546	0.305	0.25	-0.507
O	9.293	-8.088	-6.64	-0.205	-0.015	0.433
O	11.808	3.54	22.777	-0.194	0.108	0.181
O	10.057	1.542	23.011	-0.055	0.21	0.316
O	8.135	5.426	22.183	0.067	0.181	0.279
O	9.956	7.095	22.968	0.137	-0.162	0.436
O	10.069	3.484	24.675	-0.295	-0.04	-0.068
O	10.563	-3.055	22.322	0.117	-0.052	0.505
O	14.303	1.222	23.101	0.11	-0.724	0.121
O	13.519	-1.349	26.133	-0.153	-0.055	0.406
O	10.526	0.366	-5.897	0.04	-0.298	-0.522
O	16.423	-4.281	-5.686	-0.528	0.229	0.552
O	15.032	-7.272	25.059	-0.221	0.052	-0.114
O	15.033	7.488	22.941	-0.039	-0.133	-0.044
O	13.49	5.49	22.152	-0.025	-0.194	0.697
O	18.805	-4.344	-6.728	0.483	0.269	-0.264
O	13.65	-5.62	22.185	0.263	0.228	0.28
O	15.776	-4.248	22.953	0.112	-0.217	0.008
O	17.808	-4.415	-2.24	0.354	-0.241	-0.097
O	17.189	-1.988	23.025	0.378	0.269	0.14
O	18.53	6.771	-2.231	0.131	0.531	-0.034
O	20.577	1.339	23.159	-0.023	0.478	0.294
O	19.594	5.395	25.328	0.193	-0.035	0.468
O	20.369	6.468	23.199	0.026	-0.227	0.057
O	26.845	-5.501	-3.646	0.589	0.066	-0.021
O	17.06	-7.182	23.216	-0.105	0.034	0.224
O	18.896	-5.431	22.299	0.131	0.069	0.172
O	22.819	-2.24	22.703	0.494	-0.318	0.369
O	20.522	-3.48	23.082	-0.325	-0.094	0.453
O	24.367	-0.205	21.927	0	-0.108	0.013
O	30.259	-7.151	-2.925	-0.396	0.198	-0.007
O	23.819	3.067	25.176	0.258	-0.179	0.315
O	25.112	-0.42	-7.003	-0.354	0.637	-0.164
O	24.503	5.334	22.191	-0.018	0.045	0.307
O	26.22	7.162	23.128	-0.149	-0.079	0.264
O	24.812	-6.057	-5.405	0.068	-0.157	0.082
O	21.795	-8.064	22.119	0.118	0.046	0.233
O	27.123	-2.729	21.908	-0.102	0.161	0.323
O	-31.184	-1.221	-1.39	0.015	-0.112	-0.474
O	-32.05	3.858	-4.37	-0.249	0.38	0.628
O	30.751	-2.213	-4.788	0	0.075	-0.497
O	31.584	-7.123	-5.221	-0.451	-0.09	-0.018
O	27.281	-6.7	-5.9	0.161	-0.463	0.256
O	32.279	7.882	22.095	-0.207	0.209	0.264
O	-27.592	-2.934	21.913	0.039	-0.087	0.15
O	32.242	-4.033	-5.72	0.169	0.203	-0.246
O	28.17	-7.41	22.774	0.39	-0.277	0.16
O	29.833	-5.471	22.061	-0.194	-0.063	0.603
O	28.823	6.224	25.082	0.023	0.279	-0.429
O	-32.132	-1.409	22.779	-0.221	-0.326	0.048
O	-28.545	1.622	23.097	-0.5	0.251	0.468
O	-26.861	3.597	22.984	-0.115	0.192	0.405
O	32.647	2.724	22.124	-0.129	0.076	0.362
O	-29.239	6.568	23.07	0.182	0.058	0.444
O	-27.463	-8.027	22.095	-0.276	-0.118	0.131
O	-25.971	1.205	23.174	0.344	0.169	-0.045
O	-26.025	-1.453	23.152	-0.162	-0.19	0.621
O	-24.209	-0.143	21.939	-0.13	-0.56	-0.422
O	-22.746	1.635	23.124	0.095	0.714	-0.037
O	-17.734	4.821	-5.761	-0.443	0.227	0.236
O	-24.989	5.241	22.335	0.488	0.271	-0.215
O	-18.608	4.163	25.48	0.194	-0.51	0.024
O	-23.203	6.605	23.397	0.291	0.118	0.401
O	-21.687	-8.042	22.21	-0.035	-0.057	0.083
O	-28.971	-7.311	-6.14	0.211	0.343	0.332
O	-22.655	-2.028	-5.604	-0.225	0.345	0.109
O	-19.992	-1.409	23.252	0.557	-0.048	0.108
O	-17.484	1.175	23.687	-0.177	0.285	0.113
O	-16.114	2.755	22.263	0.039	-0.095	0.244
O	-17.102	7.181	23.242	-0.078	-0.244	0.427
O	-12.345	6.564	-1.623	0.464	-0.201	-0.255
O	-19.975	-6.182	22.897	-0.072	0.237	0.293
O	-19.439	-5.28	25.244	-0.057	0.37	0.233
O	-22.359	7.259	-3.848	-0.261	0.105	-0.353
O	-25.122	-1.323	-5.329	0.17	0.589	0.181
O	-14.894	-1.038	22.985	-0.194	-0.039	0.467
O	-12.96	0.639	23.004	-0.492	0.41	0.274
O	-14.491	4.557	23.229	0.095	0.307	-0.149
O	-9.48	-7.467	25.972	-0.001	-0.284	-0.373
O	-8.993	2.038	24.754	0.554	-0.5	0.338
O	-13.643	5.95	25.29	-0.174	-0.011	0.676
O	-15.284	-7.315	22.927	0.264	-0.236	0.116
O	-13.567	-5.501	22.206	-0.006	-0.033	0.145
O	-11.602	-4.195	23.259	0.381	-0.356	0.274
O	-10.601	2.538	-3.074	-0.126	0.069	0.063
O	-7.945	0.127	22.188	0.115	-0.068	0.201
O	-4.761	2.344	25.182	0.038	0.109	-0.012
O	-6.033	1.829	22.949	0.338	-0.17	-0.022
O	-4.885	-1.229	-1.479	-0.096	-0.066	-0.321
O	-8.003	-0.417	-5.307	-0.128	0.565	0.293
O	-9.348	4.276	23.555	-0.226	0.434	0.405
O	-7.857	5.646	22.116	0.129	-0.006	0.003
O	-5.431	-2.737	22.21	-0.062	0.016	0.308
O	-14.89	-4.035	-5.567	0.434	0.16	0.081
O	0.261	-8.025	25.3	-0.325	-0.175	0.196
O	-2.245	-2.01	24.539	-0.267	-0.144	0.224
O	-4.12	-0.796	23.19	-0.179	0.325	0.332
O	-8.796	-5.248	-2.511	-0.468	0.311	0.155
O	-4.591	4.033	23.214	-0.165	0.031	0.172
O	-2.534	5.529	22.36	-0.231	0.271	0.325
O	-5.977	7.221	23.039	-0.009	-0.448	0.111
O	-5.426	-4.113	-5.756	-0.253	-0.255	-0.367
O	-2.562	-5.37	22.182	0.043	0.04	0.272
O	-0.782	-3.618	23.04	0.325	0.188	-0.053
O	-3.659	4.472	-6.777	-0.191	0.371	-0.159
O	1.684	-0.223	25.319	-0.107	-0.094	0.161
O	5.028	5.264	-5.839	0.472	0.185	-0.159
O	4.585	1.788	23.173	0.011	-0.127	0.356
O	2.833	-5.31	22.103	0.029	-0.174	0.173
O	12.295	-4.144	-3.324	0.329	0.303	0.064
O	4.754	6.422	-1.428	0.174	0.206	-0.228
O	8.236	-8.045	-3.496	0.213	0.112	-0.685
O	16.706	7.084	24.893	0.491	0.123	-0.234
O	27.569	-2.449	-3.788	0.429	-0.609	0.025
O	1.829	-1.471	-1.476	-0.208	-0.068	-0.129
O	5.933	-6.821	-3.82	-0.383	-0.405	0.299
O	10.556	-6.054	-3.208	-0.199	-0.695	-0.424
O	8.212	-0.034	22.173	0.192	-0.036	0.373
O	11.502	-4.069	-5.831	-0.019	-0.094	-0.14
O	12.125	4.637	25.75	-0.002	0.435	-0.105
O	13.11	-6.632	-3.764	0.204	0.179	-0.263
O	32.439	-2.556	24.929	-0.251	0.046	0.663
O	-8.072	2.582	-0.443	-0.072	-0.112	-0.489
O	11.932	-7.448	22.904	0.417	0.081	0.374
O	18.87	-0.18	22.09	-0.205	0.121	0.207
O	17	-6.607	-1.149	0.071	-0.381	-0.153
O	3.994	-0.78	-2.891	0.118	-0.004	-0.274
O	21.427	3.787	-6.506	-0.501	0.18	0.037
O	-4.076	7.379	-5.81	-0.385	0.005	-0.125
O	23.265	-6.094	22.965	-0.328	0.089	0.408
O	-3.03	-5.176	-5.746	0.231	-0.338	0.184
O	-8.545	-1.081	25.781	0.232	0.395	-0.159
O	8.346	1.357	-4.748	0.436	-0.316	0.68
O	20.643	0.965	25.739	0.131	-0.292	0.258
O	-14.005	-0.46	25.236	0.14	0.443	0.408
O	-10.138	-5.726	-5.672	-0.08	0.01	0.175
O	2.792	2.127	26.165	-0.107	-0.094	-0.068
O	19.786	-0.353	-2.525	-0.199	-0.006	0.375
O	30.397	1.819	25.438	0.394	0.573	-0.094
O	-21.63	-0.112	24.796	-0.136	-0.205	-0.044
O	29.883	-2.73	-0.414	0.136	0.032	-0.253
O	21.35	7.474	25.487	-0.041	0.091	0.188
O	-26.049	4.498	-1.31	-0.32	0.503	0.022
O	-13.197	-7.763	24.998	0.112	0.377	-0.343
O	25.131	-6.529	-2.106	-0.248	0.194	-0.342
O	25.772	1.082	-1.463	-0.225	-0.436	-0.385
O	-25.904	-6.485	-1.224	-0.25	0.555	-0.213
O	-9.988	4.583	-4.495	-0.426	0.331	0.053
O	25.803	5.282	-3.314	0.109	0.023	0.406
O	-26.837	5.801	-3.437	0.05	-0.25	-0.366
O	-9.818	6.422	-6.309	0.588	0.051	0.126
O	-30.105	-0.055	21.967	-0.175	-0.189	0.651
O	-21.847	-5.418	-0.303	-0.16	-0.233	-0.127
O	32.497	5.303	-6.426	0.308	-0.008	0.146
O	-29.336	4.804	25.021	0.007	-0.311	0.058
O	-8.202	-2.899	-0.14	0.006	-0.004	-0.327
O	32.49	0.13	24.876	0.14	0.268	0.129
O	-25.574	3.421	-3.68	0.017	-0.464	0.127
O	-29.903	3.943	-5.846	-0.221	0.135	0.004
O	4.522	6.684	25.427	0.563	-0.299	-0.142
O	-30.03	-2.581	-4.019	-0.567	0.25	-0.095
O	-9.565	-7.381	-1.198	0.395	-0.393	-0.146
O	26.578	2.722	-3.413	-0.006	-0.127	-0.399
O	20.06	-3.553	-1.244	0.247	0.24	-0.275
O	29.266	6.341	-5.86	0.119	-0.184	0.102
O	28.297	1.602	-1.742	-0.04	-0.227	0.226
O	23.28	5.208	-3.964	-0.014	-0.068	-0.458
O	-28.981	1.639	-1.246	0.279	-0.008	-0.363
O	22.661	-4.736	-6.152	-0.318	0.167	0.637
O	-24.133	-7.674	25.427	0.384	-0.291	-0.168
O	29.58	-0.746	-3.074	0.322	0.25	0.562
O	12.366	-6.027	-1.331	0.09	0.363	0.035
O	-19.132	0.039	25.299	-0.049	0.24	0.648
O	-25.942	-3.606	-2.551	0.049	-0.451	-0.357
O	-24.884	5.132	25.007	0.073	-0.562	0.039
O	16.3	2.707	22.294	0.018	0.097	0.147
O	-29.788	2.931	-3.413	0.501	0.266	-0.214
O	-30.864	-4.364	-2.254	0.226	0.21	0.654
O	-11.541	2.366	25.404	-0.123	0.318	0.133
O	-0.909	6.244	-1.358	-0.146	0.205	-0.414
O	-17.62	-6.69	23.97	0.125	0.042	-0.016
O	11.764	4.625	-4.134	-0.461	-0.312	0.143
O	25.137	-4.215	22.68	-0.36	0.303	0.237
O	-31.199	-8.131	-5.109	0.057	0.079	0.573
O	-4.239	-7.108	23.084	0.001	-0.124	0.417
O	-17.366	-4.534	-1.22	0.352	0.074	-0.107
O	22.408	4.363	-1.606	-0.302	-0.046	-0.018
O	31.306	6.532	25.325	-0.1	0.093	-0.441
O	27.203	-7.657	25.194	-0.123	-0.359	0.492
O	-20.738	-0.899	-1.241	-0.095	-0.25	-0.279
O	-21.95	-6.117	25.399	0.065	0.085	-0.23
O	-17.783	1.245	-6.917	0.117	0.223	-0.182
O	2.764	-5.455	-2.422	0.436	-0.14	0.54
O	-17.847	-6.759	-2.574	0.308	-0.337	-0.227
O	9.776	5.649	26.202	-0.678	-0.007	-0.14
O	-6.924	3.721	24.546	0.118	0.421	0.282
O	32.076	0.138	-0.669	0.061	-0.319	0.283
O	-12.772	-3.834	25.655	0.412	-0.325	0.353
O	-22.562	-5.249	-4.061	0.054	-0.237	0.301
O	29.117	-1.219	22.65	0.171	0.076	0.002
O	-14.912	6.442	-2.344	-0.142	0.291	0.399
O	-21.926	-2.769	22.148	-0.147	-0.102	0.502
O	-31.942	-6.266	-0.813	-0.049	-0.014	-0.379
O	7.03	-2.086	23.175	0.162	-0.201	0.057
O	-20.4	5.676	-3.318	0.014	-0.335	-0.37
O	8.998	7.019	-1.319	-0.226	0.341	-0.011
O	-24.481	-3.867	-5.133	-0.302	0.021	-0.115
O	-2.125	6.96	-4.108	-0.17	0.022	0.739
O	16.37	0.013	-0.524	0.162	-0.059	-0.624
O	-0.823	-6.327	-6.429	0.188	0.435	0.615
O	14.199	3.333	24.752	0.238	0.188	-0.261
O	12.105	7.265	-3.66	-0.066	0.024	0.581
O	17.862	-6.481	-5.581	-0.009	-0.334	0.261
O	-0.999	4.389	24.967	0.332	0.106	-0.232
O	-17.067	2.569	-4.707	0.264	-0.171	0.119
O	2.29	7.346	24.044	-0.15	-0.048	-0.147
O	2.878	5.462	22.077	0.076	-0.072	0.417
O	5.226	-2.154	25.032	-0.398	0.522	0.635
O	-13.731	1.362	-6.107	-0.101	-0.571	-0.336
O	-24.425	-8.145	0.074	0.066	-0.14	0.09
O	-29.787	-2.805	-0.035	-0.08	-0.08	-0.086
O	-9.574	-2.484	-3.075	0.438	-0.264	0.264
O	-1.451	3.868	-2.452	0.075	-0.258	0.239
O	-6.467	5.101	-3.309	-0.089	-0.267	0.3
O	25.94	-4.123	-1.529	-0.03	0.372	-0.477
O	-16.801	4.876	-3.283	-0.623	0.196	0.129
O	-19.852	-8.11	-3.665	0.389	-0.007	-0.273
O	20.797	6.704	-0.916	0.65	-0.233	-0.152
O	2.663	4.675	-6.761	-0.543	0.133	-0.151
O	0.904	-6.98	-1.513	-0.804	-0.208	0.031
O	12.482	-1.551	23.503	0.114	0.489	0.158
O	26.515	5.255	25.435	-0.363	0.249	-0.375
O	20.339	-0.696	-5.025	-0.209	0.022	-0.4
O	8.14	2.676	-0.45	0.137	0.117	-0.589
O	22.862	0.86	24.211	0.22	-0.638	0.239
O	-14.717	0.1	-3.985	-0.065	-0.189	0.385
O	-18.904	5.516	22.351	0.182	0.143	0.381
O	-7.004	-3.685	-3.67	-0.169	0.386	0.244
O	31.841	-3.813	22.678	0.022	0.494	-0.051
O	21.138	1.335	-1.169	0.147	0.35	-0.307
O	-23.828	-2.184	-3.211	0.641	0.263	-0.026
O	21.922	1.429	-5.534	0.634	0.037	-0.64
O	-16.37	-2.811	22.031	0.135	0.061	0.29
O	-1.269	5.337	-6.075	0.266	-0.508	0.052
O	0.181	-2.503	25.285	0.103	-0.071	0.689
O	-28.174	-4.941	-7.081	-0.142	0.093	0.68
O	-24.414	2.673	-0.39	0.172	-0.015	-0.24
O	-16.234	-4.944	-3.531	-0.096	-0.107	-0.393
O	27.585	-6.049	-1.141	0.05	0.137	-0.04
O	-29.28	-6.25	24.854	0.113	0.024	0.169
O	-22.701	0.846	-1.171	-0.206	-0.273	-0.44
O	-32.567	5.338	-0.368	0.238	0.178	-0.442
O	-20.086	-7.05	-1.267	0.247	-0.493	-0.145
O	-15.184	4.408	-5.215	-0.097	0.353	-0.217
O	-2.572	-6.956	25.875	-0.383	0.226	-0.169
O	11.18	0.476	-3.439	-0.115	0.26	-0.135
O	-6.727	7.138	-1.647	-0.42	0.601	-0.354
O	-13.33	7.944	-3.707	0.18	0.453	0.236
O	-31.454	1.275	-2.243	-0.325	0.045	-0.164
O	3.936	2.947	-5.389	-0.43	-0.314	0.389
O	-9.395	4.362	-1.774	0.206	0.294	-0.084
O	19.124	-2.605	-3.544	0.128	-0.509	-0.357
O	21.629	-5.493	-0.44	0.125	-0.051	-0.555
O	-12	7.805	-5.896	0.108	-0.281	0.163
O	28.732	-5.439	25.369	-0.242	0.143	-0.393
O	-19.437	1.358	-4.792	-0.162	0.317	0.041
O	-28.053	-2.07	-2.419	0.039	0.072	0.462
O	-23.989	-4.188	22.905	0.043	0.113	0.278
O	0.385	0.801	-5.909	-0.376	0.186	0.011
O	-2.02	-5.78	-2.642	0.219	-0.511	0.138
O	-23.531	2.903	-5.367	0.107	-0.076	0.358
O	14.917	-2.267	24.287	-0.009	0.501	0.085
O	-2.979	1.804	-3.356	-0.091	-0.204	-0.132
O	25.193	1.797	23.214	0.417	0.205	0.365
O	-30.703	4.397	22.81	0.118	-0.297	0.316
O	3.175	7.171	-5.583	-0.015	-0.25	0.475
O	-11.789	0.865	-1.434	-0.164	-0.216	-0.05
O	-28.499	1.353	-5.807	0.057	0.281	0.105
O	2.623	-2.955	-3.449	-0.299	-0.12	-0.44
O	-22.714	6.781	-1.263	0.69	-0.094	-0.252
O	-30.542	-1.245	24.826	0.387	0.395	-0.117
O	29.282	-3.132	24.465	0.11	-0.269	0.029
O	-14.179	-1.698	-1.35	0.048	-0.014	-0.447
O	28.188	4.626	-4.276	0.329	-0.477	0.049
O	-30.624	-4.969	-4.783	0.101	-0.582	-0.142
O	-26.011	2.171	-5.988	0.051	-0.27	-0.123
O	-20.869	4.775	-0.812	-0.527	0.39	-0.305
O	-1.315	-3.285	-3.382	0.08	0.071	0.136
O	-23.683	-3.762	-1.149	0.04	0.025	-0.231
O	-20.914	-6.255	-5.837	-0.109	-0.511	0.123
O	6.244	-0.936	-1.419	-0.063	0.125	-0.094
O	-20.018	-5.518	-3.457	0.28	0.326	0.281
O	-24.055	-6.345	-5.934	0.169	-0.555	0.16
O	-10.586	-2.612	25.236	0.227	-0.014	0.496
O	-12.751	-6.15	-5.129	-0.484	0.356	0.007
O	1.597	-0.639	-4.028	0.133	0.045	-0.151
O	22.067	-1.097	-1.096	-0.001	-0.192	-0.319
O	0.971	-6.971	22.994	0.006	0.469	0.455
O	-20.259	-1.078	-5.371	0.504	-0.147	0.022
O	24.246	-2.557	-0.442	0.043	0.142	-0.533
O	6.085	0.741	-3.472	0.231	-0.086	0.031
O	-8.011	3.118	-3.773	0.14	-0.429	-0.066
O	-9.004	4.179	26.208	-0.422	-0.07	0.085
O	-24.172	-0.111	24.563	-0.202	-0.462	0.636
O	-4.661	7.874	25.243	-0.423	-0.371	0.232
O	-5.39	5.349	-0.43	0.116	-0.03	-0.5
O	32.24	-0.691	-3.176	0.145	-0.05	-0.121
O	-1.958	1.112	-1.265	-0.31	0.143	-0.156
O	11.442	7.424	25.043	0.654	-0.25	0.078
O	17.093	4.663	25.712	-0.421	-0.382	0.02
O	-0.826	-1.334	-5.016	0.229	-0.108	-0.46
O	-16.69	5.595	-0.634	0.217	0.095	0.031
O	-1.591	-4.502	25.315	-0.384	0.037	0.109
O	12.304	1.464	-1.349	0.047	-0.082	0.369
O	4.71	-4.483	-3.778	0.467	0.454	-0.228
O	-6.562	-4.666	-1.293	0.68	0.076	-0.153
O	21.059	-1.11	24.231	-0.504	-0.173	0.039
O	31.259	7.11	-1.503	0.32	-0.038	-0.284
O	17.375	4.569	-1.292	-0.037	-0.329	-0.437
O	18.919	2.865	25.329	-0.328	-0.345	-0.281
O	13.429	2.685	-3.486	0.271	-0.347	-0.439
O	0.953	4.403	-1.516	0.277	0.133	-0.274
O	27.111	5.577	-0.374	-0.088	0.086	-0.33
O	-1.789	0.247	23.138	0.107	-0.236	0.001
O	30.889	5.135	-4.271	0.039	0.222	0.493
O	-6.162	0.967	-1.128	0.149	0.511	-0.082
O	23.078	-7.63	-1.141	-0.07	-0.238	-0.038
O	-20.5	3.904	23.583	-0.157	-0.087	0.004
O	-19.04	-2.722	-0.397	-0.109	0.004	-0.07
O	-15.588	-1.245	-6.046	0.192	0.193	0.071
O	27.828	-1.356	-1.341	-0.626	-0.031	0.059
O	15.321	-4.58	-1.36	-0.294	0.077	-0.481
O	-21.06	3.544	26.194	-0.122	0.199	0.113
O	22.189	5.175	24.663	0.273	0.121	-0.282
O	7.467	-0.884	25.519	0.319	0.122	0.092
O	-14.664	-5.604	25.822	-0.164	0.131	-0.482
O	-12.322	-3.518	-1.139	-0.058	-0.168	-0.095
O	11.112	6.511	-5.814	0.544	-0.056	-0.3
O	-19.204	2.949	0.129	0.412	-0.303	0.453
O	-9.776	0.129	-3.077	0.387	0.242	-0.284
O	-23.032	1.941	25.703	-0.233	0.261	-0.033
O	27.372	-1.504	-6.202	0.613	0.276	-0.069
O	-6.673	-6.27	-3.554	0.505	-0.138	0.359
O	-0.313	7.054	23.068	0.095	-0.084	0.351
O	-12.653	6.777	23.062	-0.337	-0.401	0.027
O	0.049	-0.051	-0.321	0.039	0.042	-0.262
O	-15.501	-6.37	-1.385	-0.082	0.22	-0.406
O	-30.787	3.546	-1.106	0.434	0.015	-0.328
O	-0.058	7.575	-5.539	0.03	0.082	0.026
O	-16.097	4.967	25.264	-0.17	-0.136	-0.331
O	-26.777	-7.035	25.308	-0.107	0.121	-0.027
O	30.873	1.005	23.004	-0.117	0.019	0.09
O	11.393	-5.837	25.952	0.017	-0.304	0.215
O	-28.408	-4.496	-3.348	0.082	-0.382	-0.263
O	31.874	-4.164	-1.338	0.076	0.082	-0.334
O	17.735	-0.557	-4.419	-0.439	0.157	0.223
O	6.728	1.51	24.676	0.19	-0.462	-0.21
O	-12.784	3.789	-6.009	0.461	0.212	-0.407
O	20.835	5.836	-3.271	-0.295	0.034	-0.411
O	22.505	-6.617	-4.241	0.386	-0.139	0.299
O	18.134	4.351	23.291	0.147	0.576	0.003
O	15.974	6.746	-1.152	-0.036	0.06	-0.216
O	6.403	3.675	23.165	0.211	0.003	0.453
O	-5.694	3.411	-5.237	-0.19	-0.253	0.011
O	-8.926	-7.636	-3.688	-0.55	-0.523	-0.396
O	-0.518	0.777	-3.466	0.4	0.6	0.358
O	-10.855	2.034	22.88	0.133	0.286	-0.071
O	-2.513	-0.857	-3.117	-0.26	-0.029	0.055
O	22.253	-3.369	25.026	-0.428	-0.268	0.364
O	2.864	8.045	-0.508	0.095	0.103	-0.305
O	20.115	-5.794	-4.683	0.102	0.444	0.383
O	13.375	-5.538	-6.986	0.499	0.203	0.164
O	-7.086	-4.496	23.161	0.083	0.119	0.626
O	24.246	7.552	-3.313	-0.181	0.216	-0.531
O	-10.722	-8.04	22.205	0.048	-0.148	0.008
O	-13.811	2.671	-3.847	-0.255	0.045	0.633
O	30.049	-0.672	24.953	-0.118	-0.382	0.587
O	19.062	2.8	-0.432	-0.196	0.037	-0.595
O	-28.275	6.781	-1.523	-0.067	-0.3	-0.087
O	30.675	2.345	-0.874	0.184	0.392	0.035
O	6.217	4.269	-1.171	0.024	-0.351	-0.322
O	-25.308	4.736	-5.85	0.451	0.521	0.24
O	5.437	-5.434	-0.382	-0.085	-0.177	-0.08
O	30.131	2.5	-3.407	0.32	0.377	-0.189
O	-21.546	0.211	-3.5	-0.439	-0.177	-0.289
O	8.075	-2.627	-0.498	-0.145	-0.026	-0.101
O	-18.928	6.507	-1.279	-0.268	0.495	-0.403
O	-0.581	-4.279	-1.138	0.774	0.1	0.278
O	4.036	-3.503	-1.342	0.126	0.441	-0.095
O	12.976	3.929	-1.234	0.077	0.268	-0.245
O	29.019	8.135	-0.889	-0.212	-0.309	-0.014
O	25.146	6.432	-5.542	-0.104	0.471	-0.311
O	9.876	2.98	-6.197	0.162	-0.038	0.17
O	8.367	-5.617	-6.993	0.152	0.232	0.417
O	13.803	-8.098	-0.526	-0.186	0.093	-0.561
O	29.674	-7.774	26.007	0.573	0.389	-0.257
O	10.948	5.456	-0.508	0.121	-0.146	-0.399
O	13.57	-2.791	-0.504	0.074	-0.105	-0.245
O	-25.218	-1.622	-1.02	0.098	-0.083	-0.239
O	19.468	2.312	-5.626	-0.245	0.198	0.318
O	17.924	-1.983	-1.272	-0.003	-0.117	-0.553
O	-21.745	1.067	-5.942	-0.398	-0.394	-0.088
O	-13.997	3.326	25.483	-0.479	-0.428	0.101
O	6.18	0.799	-6.12	-0.813	-0.424	-0.017
O	22.949	3.149	22.765	-0.675	-0.121	0.031
O	-10.639	0.015	24.646	-0.462	-0.041	0.258
O	-32.098	8.057	26.17	0.092	0.225	-0.355
O	24.484	-2.564	26.131	0.461	0.042	-0.219
O	9.802	0.769	-1.23	-0.374	-0.164	-0.242
O	30.31	-4.902	-4.266	-0.578	-0.204	0.213
O	-9.304	-1.739	23.23	-0.004	-0.474	0.085
O	-15.178	-2.939	25.524	-0.654	-0.299	-0.515
O	16.137	-5.873	-3.568	-0.286	-0.323	-0.015
O	-16.66	-0.804	25.231	-0.101	-0.096	-0.11
O	-15.066	3.933	-1.526	0.097	-0.462	-0.367
O	-27.814	-4.3	-0.861	0.093	-0.335	-0.055
O	24.232	2.845	-0.466	-0.087	-0.174	-0.254
O	-3.852	3.593	-1.544	-0.034	0.008	-0.255
O	-28.249	-2.354	25.347	-0.033	0.431	-0.533
O	4.679	1.164	-1.3	0.455	0.42	-0.171
O	1.98	-7.433	-3.942	-0.096	-0.452	0.164
O	29.207	6.805	-3.203	-0.276	-0.076	-0.003
O	-10.349	-1.739	-5.377	-0.129	0.062	-0.318
O	-13.73	-8.042	-0.348	0.164	-0.015	-0.382
O	9.742	-4.428	-1.363	0.607	-0.259	-0.154
O	28.8	2.032	-5.614	-0.374	0.143	0.338
O	-9.862	-1.09	-0.875	-0.681	0.236	0.013
O	20.593	-6.421	26.207	-0.025	0.292	-0.652
O	28.911	4.091	-1.51	-0.11	0.155	-0.202
O	-25.626	-6.205	22.975	0.064	-0.12	0.366
O	-5.907	0.316	-3.616	0.186	0.659	-0.071
O	27.096	0.081	-3.458	-0.342	-0.026	-0.294
O	-3.685	2.017	-6.116	0.35	-0.177	0.125
O	-17.698	1.59	-1.413	0.244	0.11	-0.39
O	-29.425	-0.101	-3.877	-0.29	0.163	0.179
O	4.921	3.308	25.339	0.195	0.183	-0.192
O	-27.148	0.008	-0.302	0.163	-0.081	-0.199
O	-27.688	4.692	-6.951	0.204	-0.628	-0.118
O	-29.325	-4.836	22.691	0.188	-0.163	0.256
O	-8.22	-5.297	25.442	-0.05	0.32	-0.102
O	-12.132	-1.854	-3.171	0.149	0.68	0.073
O	-11.136	6.915	25.179	0.393	-0.207	-0.485
O	-13.072	5.274	-3.817	0.396	-0.164	0.006
O	-26.469	-2.838	-6.998	0.295	-0.215	0.142
O	17.141	-3.576	25.125	0.311	-0.463	0.121
O	13.076	0.124	-5.283	0.144	0.661	0.302
O	-20.535	5.945	25.289	-0.611	0.202	-0.115
O	-3.175	0.268	25.437	0.424	-0.056	0.212
O	31.216	3.021	-5.754	-0.148	-0.04	-0.525
O	14.692	7.566	-3.934	0.391	0.392	0.498
O	26.653	-4.081	-5.74	0.191	-0.209	-0.626
O	28.559	3.64	25.709	0.299	0.098	0.14
O	7.984	-5.425	-3.093	-0.285	0.381	-0.085
O	4.221	-7.21	24.614	-0.553	0.197	-0.01
O	-25.164	-5.929	-3.661	-0.324	0.432	0.012
O	20.76	8.05	-5.361	0.043	-0.753	-0.063
O	-6.582	-6.874	24.234	-0.277	0.078	0.106
O	-31.491	6.188	24.508	-0.236	0.294	-0.32
O	25.906	3.995	-5.598	0.229	-0.638	-0.087
O	-30.832	-3.383	-6.828	-0.144	-0.184	-0.317
O	22.858	-0.992	-5.679	-0.222	-0.353	0.086
O	-16.086	-0.125	-0.449	0.136	0.15	-0.511
O	-20.686	-3.714	-5.259	0.536	0.033	-0.213
O	17.644	0.638	-6.707	-0.169	0.137	-0.113
O	-20.396	-2.192	25.83	0.109	-0.592	-0.177
O	30.117	5.839	22.159	-0.154	-0.124	0.545
O	-4.511	6.772	-3.175	0.526	-0.098	0.601
O	-31.059	-6.867	22.996	0.146	-0.219	0.476
O	-25.711	7.291	23.907	-0.621	0.097	-0.178
O	25.152	-2.102	-4.977	-0.447	-0.116	0.362
O	17.585	-2.024	-6.563	0.227	0.021	-0.582
O	-26.987	-7.852	-3.163	-0.132	0.512	-0.203
O	-13.457	2.509	-0.297	0.057	0.125	-0.135
O	-8.927	-6.341	23.095	0.011	0.244	0.307
O	9.641	6.066	-3.652	-0.057	-0.507	0.143
O	-30.034	-0.803	-6.336	0.049	-0.011	0.146
O	-18.922	3.886	-2.245	0.624	0.031	-0.306
O	-20.597	6.734	-5.708	-0.038	-0.086	0.007
O	16.607	5.772	-3.506	0.539	-0.155	-0.577
O	-2.766	-2.748	-0.568	0.131	0.143	-0.239
O	14.524	0.962	25.692	0.667	-0.053	0.095
O	-27.69	-1.715	-4.977	-0.013	-0.264	-0.152
O	-7.518	-1.063	-2.16	0.004	-0.493	0.134
O	4.838	4.621	-3.348	-0.318	-0.293	0.274
O	7.008	-7.198	-1.39	0.22	-0.225	-0.085
O	-2.24	6.748	25.47	0.246	0.12	-0.396
O	6.557	-6.141	25.502	0.233	-0.3	0.375
O	-10.896	-5.441	-0.199	0.294	0.018	-0.058
O	11.729	-1.081	-1.355	0.001	-0.282	-0.491
O	-4.203	-4.658	-3.492	-0.464	0.358	0.136
O	25.743	-6.609	23.363	0.06	0.247	0.122
O	-31.788	-6.03	-6.709	0.174	-0.014	-0.294
O	-27.085	2.227	25.274	-0.127	0.15	0.052
O	-26.792	-0.185	-6.968	0.36	-0.224	-0.361
O	-6.691	7.546	-4.303	0.105	-0.231	-0.409
O	11.52	-1.819	-4.56	0.305	-0.218	0.257
O	20.461	-7.838	-2.858	-0.288	0.532	0.136
O	-28.998	7.198	-4.093	-0.131	0.067	0.159
O	14.815	1.963	-1.347	0.375	0.229	-0.503
O	14.628	5.626	25.854	-0.279	0.478	0.136
O	7.04	6.059	-2.856	-0.179	0.01	-0.67
O	27.472	-1.152	24.671	-0.165	0.012	-0.202
O	3.965	-6.526	-5.429	0.117	0.048	-0.401
O	13.199	-8.009	-5.984	-0.162	-0.337	-0.334
O	-11.439	-3.941	-4.428	-0.145	0.088	-0.279
O	9.775	-3.639	-3.884	-0.544	0.34	-0.321
O	18.963	-8.029	-0.059	-0.008	-0.016	-0.538
O	-3.219	-2.667	-4.989	-0.387	0.416	-0.499
O	31.275	-4.889	24.954	0.274	-0.379	0.17
O	-17.293	-0.02	-4.55	-0.432	-0.276	0.427
O	21.321	3.393	-3.891	-0.004	-0.115	0.144
O	29.615	-3.825	-6.495	-0.03	0.015	0.182
O	-19.976	-7.809	25.618	-0.15	-0.089	-0.463
O	24.417	-4.947	25.031	0.216	-0.316	0.601
O	25.435	7.432	-1.082	0.348	-0.055	-0.449
O	13.268	3.389	-6.024	-0.127	-0.384	0.011
O	9.754	-6.989	24.339	-0.512	0.286	-0.402
O	22.22	0.116	-3.346	0.677	0.081	0.077
O	27.839	1.104	25.961	-0.075	0.317	-0.052
O	-11.07	-6.267	-3.208	-0.554	-0.15	0.264
O	0.42	2.143	25.161	-0.434	-0.282	-0.09
O	6.148	-4.948	-5.75	0.404	0.699	0.205
O	-7.695	4.977	-5.638	0.241	0.125	-0.653
O	23.656	5.036	-6.933	-0.241	0.483	-0.173
O	-29.98	-8.016	-0.357	-0.143	0.166	-0.487
O	-16.032	-2.283	-3.803	-0.044	0.01	0.353
O	-31.414	-4.632	24.226	-0.004	0.301	0.218
O	2.733	2.707	-0.524	-0.184	0.066	-0.617
O	-26.422	-3.99	24.163	-0.351	0.184	-0.415
O	12.155	1.712	24.597	-0.114	-0.395	0.211
O	-15.788	-7.952	25.362	-0.251	-0.269	0.26
O	-12.54	-1.926	23.668	0.371	-0.07	-0.425
O	28.103	4.476	23.282	-0.308	-0.427	0.25
O	0.383	-5.31	-3.448	0.111	0.378	-0.369
O	-18.112	6.677	25.923	0.45	0.361	-0.333
O	2.731	-2.676	24.926	0.029	-0.282	0.725
O	12.635	-3.59	25.049	-0.489	-0.151	-0.307
O	-12.15	0.693	-4.07	0.439	-0.18	-0.434
O	32.519	-5.847	-3.226	0.172	0.019	-0.468
O	14.316	5.023	-4.342	0.19	0.07	0.015
O	-7.975	-2.963	-5.975	-0.162	-0.377	-0.078
O	-18.164	-4.301	23.108	0.192	0.087	0.366
O	-24.47	8.12	-2.675	0.19	0.183	-0.128
O	-30.98	1.56	-5.299	-0.676	-0.163	-0.092
O	-24.412	-5.156	25.204	-0.122	0.427	0.421
O	-7.821	-6.937	-5.933	0.72	0.21	-0.326
O	-20.312	1.674	-1.831	-0.222	0.247	-0.404
O	6.415	3.09	-4.762	0.534	0.236	0.124
O	4.538	-4.696	24.77	0.082	0.066	0.42
O	-26.405	6.927	-6.883	-0.031	0.424	0.775
O	-3.724	-7.213	-3.941	-0.017	0.133	-0.363
O	15.431	-0.669	-6.043	-0.306	-0.051	0.384
O	-2.624	8.09	-0.501	-0.108	-0.144	-0.148
O	-4.27	-6.425	-1.462	-0.69	-0.106	-0.282
O	-3.416	4.081	-4.217	0.015	0.305	-0.012
O	-24.239	5.536	-2.986	0.156	-0.492	0.051
O	15.944	6.388	-5.944	0.572	0.643	0.065
O	7.412	-3.552	25.378	0.283	-0.003	0.005
O	15.397	-6.725	-5.946	0.363	-0.572	0.227
O	30.841	0.479	-5.017	0.229	0.021	-0.36
O	-14.597	-7.798	-5.969	-0.441	-0.393	0.531
O	-29.655	6.491	-6.521	-0.193	0.152	0.052
O	22.664	-7.27	-6.785	0.208	-0.423	-0.176
O	-14.001	-3.694	-3.09	0.11	-0.558	0.187
O	-5.838	-1.783	-5.001	0.508	0.003	0.045

Results
total energy: -406622.691 eV
total energy less fixed offsets of O -438.25, Si -107.07 eV per atom: -9.891 eV
